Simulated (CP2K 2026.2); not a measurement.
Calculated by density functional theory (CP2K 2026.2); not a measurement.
Periodic cell of 2016 atoms, Si1440O576, from a study of silicon, its oxide and their interface. The atomic structure is a simulated model.
Doubt: the forces sum to 7.32 eV/angstrom along one axis rather than to zero, so they err by at least 0.0036 eV/angstrom per atom on average; the grid cutoff is modest.

Settings: functional PBE; method Gaussian and plane waves; basis set DZVP-MOLOPT-SR-GTH; pseudopotentials GTH-PBE; grid cutoff 300 Ry, relative cutoff 40 Ry; k points Gamma only; occupations fixed; spin none; net charge 0.

Cell vectors (angstrom)
a	65.28	0	0
b	0	16.32	0
c	0.1124	0.9337	33.249

Atoms and the computed forces on them: element, x, y, z (angstrom), force x, y, z (eV/angstrom)
Si	1.115	-1.011	0.063	0.146	-0.095	0.737
Si	3.889	1.671	0.191	0.323	-0.363	0.683
Si	1.577	3.864	0.122	-0.322	0.386	0.699
Si	3.827	7.242	-0.268	0.27	-0.363	0.697
Si	1.54	-6.908	0.129	-0.108	0.112	0.693
Si	4.226	-4.177	0.011	-0.132	0.283	0.69
Si	6.921	-1.136	0.131	-0.248	0	0.671
Si	9.319	1.869	0.054	0.226	-0.382	0.715
Si	6.991	3.982	0.093	-0.15	0.178	0.691
Si	9.93	6.524	-0.022	-0.22	0.229	0.71
Si	6.569	9.992	-0.005	0.163	-0.276	0.661
Si	9.931	-4.304	-0.052	-0.31	0.257	0.705
Si	12.256	-1.296	0.226	0.09	-0.095	0.696
Si	15.432	0.916	-0.058	-0.417	0.441	0.634
Si	12.166	4.28	0.103	0.154	-0.214	0.657
Si	15.188	6.537	0.067	-0.145	0.197	0.724
Si	12.134	-6.565	0.112	0.165	-0.173	0.72
Si	15.322	12.008	-0.154	-0.219	0.218	0.716
Si	17.855	-1.2	0.163	0.157	-0.345	0.623
Si	20.628	1.219	-0.098	-0.094	0.238	0.719
Si	17.439	4.349	0.144	0.057	-0.196	0.719
Si	20.479	6.427	0.366	0.019	0.158	0.68
Si	17.448	9.701	0.031	0.114	-0.161	0.77
Si	20.484	11.881	-0.07	-0.25	0.345	0.659
Si	22.7	-1.138	-0.02	0.111	-0.165	0.776
Si	25.799	1.115	0.282	-0.043	0.113	0.668
Si	22.984	4.616	0.026	0.105	-0.311	0.655
Si	25.919	6.899	0.446	-0.262	0.161	0.67
Si	22.673	9.584	0.196	0.289	-0.098	0.672
Si	25.877	11.895	0.173	-0.037	0.123	0.691
Si	28.001	-1.148	-0.098	0.389	-0.204	0.686
Si	31.153	1.588	-0.087	0.101	-0.345	0.662
Si	27.885	4.412	0.334	0.336	-0.262	0.713
Si	31.101	6.458	0.316	0.011	0.253	0.62
Si	28.214	9.861	0.206	0.108	-0.137	0.733
Si	31.337	12.04	0.11	-0.116	0.226	0.706
Si	34.101	-1.621	0.004	-0.159	0.307	0.727
Si	36.838	1.502	-0.22	-0.176	-0.126	0.71
Si	33.468	4.408	0.04	0.287	-0.19	0.742
Si	36.578	6.724	-0.045	0.052	0.075	0.69
Si	33.437	9.691	-0.028	0.315	-0.226	0.732
Si	36.295	12.408	-0.024	0.299	-0.267	0.747
Si	39.665	-1.664	-0.045	-0.313	0.321	0.651
Si	42.037	1.561	0.316	0.024	-0.189	0.744
Si	39.837	3.767	0.061	-0.28	0.264	0.718
Si	-22.76	6.433	-0.014	-0.251	0.271	0.713
Si	39.532	9.678	-0.034	-0.236	-0.191	0.685
Si	-23.43	12.359	0.108	0.342	-0.14	0.664
Si	-20.25	-1.677	0.087	-0.112	0.242	0.683
Si	-17.298	0.897	0.012	-0.115	0.1	0.746
Si	-20.53	4.202	0.071	0.19	-0.176	0.685
Si	-17.783	6.936	-0.097	0.164	-0.206	0.663
Si	-20.049	9.186	-0.136	-0.225	0.214	0.632
Si	-17.913	12.517	-0.209	0.297	-0.317	0.672
Si	-15.088	-1.333	-0.045	0.252	-0.067	0.715
Si	-12.137	1.547	-0.1	0.097	-0.236	0.576
Si	-14.556	3.549	0.197	0.079	0.106	0.696
Si	-12.358	6.963	0.155	0.145	-0.147	0.788
Si	-14.54	9.207	0.041	-0.213	0.141	0.731
Si	-11.88	11.987	0.054	-0.2	0.074	0.776
Si	-9.387	-1.635	0.257	-0.034	0.24	0.694
Si	-7.066	1.694	0.184	0.018	-0.102	0.774
Si	-9.207	3.952	-0.06	-0.211	0.159	0.731
Si	-6.364	6.468	0.056	-0.254	0.319	0.75
Si	-9.723	-6.59	0.028	0.141	-0.143	0.719
Si	-7.076	-3.751	-0.049	0.222	-0.262	0.693
Si	-3.95	-1.562	0.091	-0.092	0.248	0.698
Si	-1.134	1.186	-0.036	-0.25	0.162	0.75
Si	-4.205	4.174	0.198	0.218	-0.195	0.704
Si	-1.598	7.121	0.104	0.282	-0.298	0.638
Si	-3.837	-6.891	0.138	-0.278	0.243	0.645
Si	-1.586	-3.621	0.114	0.053	-0.217	0.725
Si	2.712	0.062	1.409	-0.006	-0.009	-0.049
Si	5.491	2.808	1.432	0.015	-0.008	-0.016
Si	2.755	5.604	1.173	0.008	0.016	-0.041
Si	5.459	8.256	1.154	-0.006	0.016	-0.064
Si	2.709	-5.323	1.383	0.021	-0.003	-0.051
Si	5.418	-2.559	1.288	0.006	-0.003	-0.043
Si	8.305	0.172	1.404	0.047	0.052	-0.016
Si	10.954	2.791	1.427	0.013	-0.009	-0.038
Si	8.224	5.548	1.302	0.026	0.005	-0.065
Si	10.946	-8.161	1.351	-0.013	-0.007	-0.033
Si	8.217	-5.288	1.289	0.015	-0.001	-0.021
Si	10.9	-2.723	1.414	-0.043	-0.029	-0.03
Si	13.773	-0.01	1.37	0.02	0.044	-0.035
Si	16.296	2.681	1.299	-0.025	-0.042	-0.054
Si	13.654	5.448	1.44	0.002	-0.007	-0.043
Si	16.309	8.146	1.352	-0.011	-0.013	-0.056
Si	13.711	10.978	1.308	0.024	0.009	-0.018
Si	16.473	-2.783	1.26	-0.009	-0.005	-0.032
Si	19.215	0.11	1.467	0.028	0.023	-0.042
Si	21.846	2.796	1.187	-0.003	0.042	-0.05
Si	18.965	5.298	1.643	-0.037	-0.018	-0.008
Si	21.564	8.11	1.587	0.021	-0.03	-0.054
Si	18.973	10.836	1.39	-0.007	-0.001	-0.078
Si	21.575	-2.748	1.254	0.029	-0.042	-0.077
Si	24.264	-0.121	1.454	-0.033	-0.018	-0.039
Si	26.942	2.703	1.563	0.001	-0.049	-0.039
Si	24.34	5.637	1.601	0.006	-0.019	-0.054
Si	27.21	8.313	1.671	0.05	0.061	-0.06
Si	24.358	10.702	1.45	-0.034	0.018	-0.048
Si	27.026	-2.742	1.36	0.014	-0.005	-0.048
Si	29.786	-0.006	1.096	-0.016	0.015	-0.056
Si	32.58	2.703	1.388	-0.036	0.033	-0.041
Si	29.667	5.275	1.635	-0.008	-0.04	-0.013
Si	32.368	8.144	1.381	0	-0.022	-0.034
Si	29.793	10.968	1.489	0.008	-0.001	-0.066
Si	32.541	-2.712	1.369	0.012	-0.012	-0.087
Si	35.387	0.05	1.099	0.006	0.028	-0.079
Si	38.068	2.788	1.289	0.043	0	-0.029
Si	35.168	5.469	1.315	0.01	-0.033	-0.012
Si	38.054	8.176	1.132	0.015	-0.006	-0.047
Si	35.173	10.774	1.233	-0.019	-0.001	-0.022
Si	38.008	-2.789	1.209	-0.016	-0.027	-0.009
Si	40.744	-0.071	1.352	-0.015	-0.009	-0.018
Si	-21.672	2.74	1.517	0.007	0.01	-0.045
Si	-24.397	5.42	1.336	0.007	0.019	-0.018
Si	-21.684	8.123	1.206	0.006	-0.001	-0.03
Si	-24.52	10.874	1.505	-0.006	-0.002	-0.053
Si	-21.769	-2.863	1.366	-0.041	0.02	-0.033
Si	-18.996	-0.097	1.319	-0.012	-0.005	-0.043
Si	-16.186	2.448	1.426	-0.015	-0.014	-0.029
Si	-18.893	5.357	1.279	-0.019	0.035	-0.063
Si	-16.23	8.097	1.242	0	0.008	-0.049
Si	-18.951	10.837	1.138	-0.017	0.01	-0.037
Si	-16.311	-2.814	1.272	-0.036	0.011	-0.054
Si	-13.408	-0.112	1.141	-0.016	0.015	-0.028
Si	-10.764	2.789	1.323	0.016	0.014	-0.05
Si	-13.529	5.332	1.356	-0.011	-0.005	-0.033
Si	-10.824	8.181	1.421	-0.014	0.007	-0.068
Si	-13.484	10.836	1.348	0.021	-0.004	-0.065
Si	-10.818	-2.871	1.545	-0.025	-0.027	-0.035
Si	-8.207	0.048	1.405	0.013	-0.013	-0.041
Si	-5.48	2.758	1.533	-0.007	0.002	-0.044
Si	-8.067	5.468	1.333	-0.007	-0.001	-0.074
Si	-5.413	8.195	1.35	-0.004	-0.025	-0.047
Si	-8.115	-5.428	1.284	0.006	0	-0.072
Si	-5.478	-2.733	1.38	-0.014	-0.007	-0.036
Si	-2.75	0.074	1.303	0.028	-0.014	-0.037
Si	-0.037	2.741	1.379	0.008	-0.041	-0.08
Si	-2.634	5.436	1.383	-0.015	-0.015	-0.04
Si	0.008	8.22	1.42	0.015	0.003	-0.045
Si	-2.67	-5.304	1.375	-0.002	0.049	-0.039
Si	-0.01	-2.549	1.437	0.002	0.006	-0.068
Si	1.349	1.426	2.763	-0.005	0.005	0.048
Si	4.082	4.239	2.651	-0.037	-0.011	0.01
Si	1.4	6.835	2.688	0.021	-0.031	0.022
Si	4.116	9.58	2.648	0.027	-0.006	0.049
Si	1.347	-3.975	2.728	-0.01	0	0.006
Si	4.067	-1.306	2.731	0.022	0.011	0.012
Si	6.849	1.434	2.764	-0.008	-0.022	0.029
Si	9.556	4.174	2.737	0.006	0.028	0.032
Si	6.811	6.917	2.594	-0.033	-0.007	0.003
Si	9.513	-6.766	2.641	-0.002	0.006	-0.003
Si	6.837	-3.926	2.647	-0.029	-0.013	0.022
Si	9.565	-1.303	2.73	-0.025	-0.013	0.027
Si	12.33	1.36	2.691	0.002	-0.013	0.017
Si	14.957	4.009	2.74	0.015	-0.002	0.032
Si	12.293	6.846	2.76	0.003	0.017	0.012
Si	14.969	9.538	2.706	-0.048	-0.025	0.006
Si	12.327	12.275	2.722	0.016	0.021	0.036
Si	15.094	-1.423	2.682	-0.025	-0.042	0.026
Si	17.708	1.402	2.724	0.004	0.017	0.007
Si	20.436	3.939	2.789	0.043	-0.07	-0.001
Si	17.643	6.828	2.808	-0.008	0.03	0.007
Si	20.249	9.517	2.853	-0.039	-0.015	0.031
Si	17.693	12.227	2.756	0.023	0.041	0.029
Si	20.406	-1.388	2.785	-0.014	-0.015	0.021
Si	23.03	1.402	2.722	-0.001	0.028	0.032
Si	25.648	4.129	2.884	-0.017	0.029	0.028
Si	22.978	6.875	2.973	0.033	0.022	0.028
Si	25.72	9.536	2.948	-0.006	-0.011	0.036
Si	23.003	12.229	2.662	0.009	0.01	0.009
Si	25.683	-1.437	2.773	0.007	-0.026	0.027
Si	28.491	1.318	2.675	0.054	-0.02	-0.015
Si	31.163	3.946	2.826	0.02	0.006	0.045
Si	28.495	6.821	2.936	-0.001	-0.016	0.028
Si	31.115	9.523	2.797	-0.004	-0.023	0.033
Si	28.443	12.342	2.789	-0.021	0.021	0.025
Si	31.143	-1.301	2.602	-0.027	0.033	0.002
Si	34.036	1.34	2.596	0.021	-0.032	0.004
Si	36.64	4.119	2.613	-0.007	-0.008	0.035
Si	33.852	6.836	2.701	-0.004	0.022	-0.005
Si	36.649	9.475	2.564	0.005	0.014	-0.011
Si	33.906	12.188	2.678	0.019	-0.007	0.048
Si	36.683	-1.348	2.554	0.006	0.013	0.03
Si	39.371	1.337	2.665	0	0.014	0.009
Si	-23.079	4.108	2.792	-0.014	0.006	0.034
Si	-25.857	6.821	2.559	-0.024	-0.006	0.01
Si	-23.061	9.441	2.639	0.028	-0.028	0.019
Si	-25.945	12.253	2.716	-0.018	0.016	0.031
Si	-23.116	-1.417	2.683	-0.009	0.022	0.019
Si	-20.301	1.295	2.715	-0.002	-0.032	0.015
Si	-17.563	3.961	2.639	0	0.007	0
Si	-20.308	6.765	2.62	-0.015	-0.015	0.032
Si	-17.584	9.514	2.574	-0.02	-0.007	0.018
Si	-20.348	12.097	2.629	0.037	-0.015	0.021
Si	-17.648	-1.468	2.693	0.025	0.005	0.031
Si	-14.774	1.142	2.711	0.022	-0.052	0.031
Si	-12.134	4.069	2.736	0.007	-0.005	0.03
Si	-14.93	6.713	2.661	0.003	0.019	0.018
Si	-12.175	9.516	2.791	0.003	-0.002	0.035
Si	-14.918	12.184	2.637	0.017	0.018	0.001
Si	-12.203	-1.406	2.698	-0.017	0.039	0.012
Si	-9.525	1.397	2.767	-0.015	0.001	0.017
Si	-6.801	4.155	2.835	-0.007	0.018	0.039
Si	-9.435	6.811	2.706	-0.013	-0.027	-0.003
Si	-6.788	-6.786	2.684	0.003	0.005	0.002
Si	-9.406	12.148	2.823	0.029	-0.023	0.048
Si	-6.78	-1.306	2.729	0.001	0.006	0.018
Si	-4.06	1.381	2.757	0.005	-0.02	0.009
Si	-1.319	4.11	2.765	-0.016	-0.005	0.004
Si	-4.029	6.835	2.724	-0.004	-0.002	0.037
Si	-1.328	-6.69	2.742	-0.014	0.002	0.025
Si	-4.106	-4.056	2.754	0.029	-0.001	0.028
Si	-1.403	-1.233	2.772	-0.014	0.024	0.042
Si	-0.008	0.082	4.135	-0.012	-0.005	-0.013
Si	2.736	2.838	4.041	0.017	-0.009	0.003
Si	0.059	5.479	4.084	0.022	0.019	0.009
Si	2.756	8.223	4.036	0.013	0.005	-0.005
Si	0.024	-5.353	4.102	-0.006	-0.005	0.018
Si	2.722	-2.657	4.097	0.002	0.01	0.017
Si	5.453	0.058	4.074	-0.001	0.015	-0.009
Si	8.196	2.806	4.099	0.022	-0.015	-0.009
Si	5.471	5.55	4.012	0.016	0.024	0.01
Si	8.149	-8.086	4.024	0.012	-0.008	0.014
Si	5.485	-5.358	3.996	-0.004	0.011	-0.006
Si	8.164	-2.627	4.074	0.007	0.002	0.022
Si	10.956	0.023	4.066	-0.001	0.003	0.024
Si	13.598	2.714	4.119	-0.008	-0.004	0.019
Si	10.906	5.503	4.105	-0.015	0.002	0.006
Si	13.619	8.21	4.109	0.018	-0.015	0.007
Si	10.909	10.894	4.02	-0.009	0.016	-0.022
Si	13.663	-2.689	4.083	0.015	-0.008	0
Si	16.37	-0.011	4.064	-0.013	0.015	-0.009
Si	19.042	2.672	4.166	0.02	-0.006	0.013
Si	16.29	5.417	4.102	-0.002	-0.009	-0.018
Si	18.949	8.154	4.215	-0.013	0.007	0.024
Si	16.318	10.874	4.098	-0.011	-0.014	-0.01
Si	19.011	-2.713	4.129	-0.003	-0.007	-0.018
Si	21.734	0.003	4.122	0.029	0.017	-0.012
Si	24.35	2.707	4.18	-0.026	0.011	0.008
Si	21.67	5.387	4.195	-0.029	0.006	-0.009
Si	24.398	8.17	4.293	-0.004	0	-0.014
Si	21.681	10.898	4.107	0.022	0.005	-0.025
Si	24.356	-2.788	4.125	-0.016	-0.007	-0.013
Si	27.11	-0.035	4.049	0.007	0.021	-0.015
Si	29.823	2.603	4.148	-0.019	-0.001	0.017
Si	27.086	5.444	4.204	0.004	0.002	-0.016
Si	29.859	8.171	4.231	0.009	0.017	0.027
Si	27.114	10.954	4.177	0.022	-0.018	-0.01
Si	29.854	-2.641	4.079	0.013	-0.006	0.005
Si	32.596	0.005	3.954	-0.006	-0.005	-0.011
Si	35.342	2.711	3.997	0.003	0.024	0.003
Si	32.542	5.42	4.068	-0.002	-0.016	-0.004
Si	35.299	8.16	4.004	-0.01	0.016	0.001
Si	32.557	10.872	4.08	-0.011	0.013	-0.003
Si	35.321	-2.729	3.954	0	0.01	-0.009
Si	38.019	-0.029	4.005	0.017	-0.01	0.008
Si	-24.5	2.69	4.023	-0.006	-0.002	0.002
Si	-27.234	5.467	3.949	0.013	-0.002	-0.002
Si	-24.481	8.122	3.975	0.011	-0.006	0.006
Si	-27.299	10.841	3.995	0	-0.024	0.015
Si	-24.512	-2.739	4.039	0.006	-0.003	0.003
Si	-21.734	-0.05	4.025	-0.004	-0.015	-0.009
Si	-18.953	2.674	4.043	0	0.01	0.016
Si	-21.686	5.471	4.063	0.013	0.028	0.003
Si	-18.965	8.154	3.964	-0.009	-0.006	0.002
Si	-21.719	10.794	4.016	-0.01	0.004	0.024
Si	-19.027	-2.823	4.018	-0.002	0.008	0.004
Si	-16.238	-0.126	4.055	-0.012	0.006	-0.021
Si	-13.51	2.648	4.046	-0.024	0.005	-0.019
Si	-16.27	5.365	4.031	-0.018	0.004	0.014
Si	-13.577	8.103	4.046	0	0.006	-0.02
Si	-16.266	10.837	4.011	-0.019	-0.016	0.014
Si	-13.589	-2.755	4.035	0.002	-0.018	-0.005
Si	-10.874	-0.013	4.082	0.009	0.005	-0.02
Si	-8.152	2.741	4.136	0.006	0.002	-0.007
Si	-10.798	5.447	4.084	-0.002	-0.001	0
Si	-8.116	8.181	4.084	0.001	0.008	0.008
Si	-10.812	10.84	4.161	-0.009	-0.004	0.001
Si	-8.099	-2.704	4.109	-0.008	-0.001	-0.02
Si	-5.408	0.015	4.114	-0.015	-0.003	-0.01
Si	-2.706	2.763	4.106	0.001	-0.006	0.001
Si	-5.394	5.51	4.131	0	0.014	-0.013
Si	-2.686	8.223	4.076	0.004	-0.013	-0.003
Si	-5.434	-5.445	4.09	0.008	0	-0.002
Si	-2.74	-2.661	4.094	0.011	-0.003	-0.008
Si	1.373	-1.328	16.373	-0.014	-0.01	-0.003
Si	4.114	1.387	16.317	0.002	0.009	-0.013
Si	1.38	4.082	16.288	0.004	0.012	-0.014
Si	4.093	6.846	16.297	0.011	0.002	-0.01
Si	1.375	-6.725	16.348	0.004	0.004	-0.008
Si	4.091	-4.025	16.37	0.003	-0.001	-0.003
Si	6.81	-1.359	16.382	-0.016	-0.004	-0.009
Si	9.506	1.351	16.314	0	-0.001	-0.004
Si	6.82	4.085	16.312	-0.013	0.005	-0.008
Si	9.524	-9.505	16.327	0.005	-0.011	-0.012
Si	6.818	-6.785	16.333	0.001	0.014	-0.011
Si	9.501	-4.054	16.359	-0.002	-0.017	-0.012
Si	12.227	-1.391	16.292	0.003	-0.002	-0.014
Si	14.926	1.356	16.309	-0.001	0.004	-0.002
Si	12.253	4.073	16.32	-0.007	0.007	-0.004
Si	14.948	6.785	16.32	0.006	-0.008	0.001
Si	12.24	9.533	16.304	0	0.007	-0.009
Si	14.934	-4.083	16.323	-0.016	-0.005	-0.009
Si	17.68	-1.373	16.308	0.006	0	-0.015
Si	20.381	1.339	16.326	-0.008	-0.011	-0.005
Si	17.679	4.08	16.307	0.004	0.018	-0.008
Si	20.356	6.776	16.313	-0.002	-0.002	-0.005
Si	17.658	9.505	16.326	0.002	0.006	-0.001
Si	20.353	-4.117	16.33	-0.008	0	-0.004
Si	23.084	-1.373	16.325	-0.002	0.006	0.003
Si	25.827	1.336	16.346	0.006	-0.006	0
Si	23.116	4.034	16.318	-0.002	0.019	-0.005
Si	25.795	6.769	16.326	-0.015	-0.005	-0.001
Si	23.084	9.476	16.359	-0.014	0.012	0.001
Si	25.782	-4.144	16.279	0.016	-0.016	-0.014
Si	28.519	-1.379	16.296	0.018	-0.001	-0.01
Si	31.269	1.357	16.301	-0.012	0.01	-0.006
Si	28.545	4.059	16.35	0.004	0.018	-0.004
Si	31.241	6.754	16.324	-0.017	-0.015	-0.005
Si	28.559	9.473	16.278	0	0.004	-0.018
Si	31.244	-4.121	16.235	-0.013	-0.015	-0.014
Si	34.029	-1.373	16.25	0.015	0.013	0.001
Si	36.742	1.361	16.274	0.009	-0.011	-0.008
Si	34.029	4.085	16.294	0.017	-0.003	0.002
Si	36.73	6.806	16.31	-0.018	-0.008	0.009
Si	34.036	9.5	16.26	-0.008	0.023	0
Si	36.703	-4.114	16.229	-0.014	-0.015	-0.004
Si	39.459	-1.33	16.207	0.027	-0.006	-0.021
Si	-23.142	1.426	16.226	0.02	-0.023	-0.008
Si	-25.833	4.119	16.288	-0.001	0.005	0.01
Si	-23.116	6.77	16.273	0	0.005	0.006
Si	-25.835	9.524	16.245	-0.013	0.004	-0.003
Si	-23.137	-4.067	16.195	-0.003	-0.01	-0.021
Si	-20.385	-1.341	16.199	0.003	-0.006	-0.006
Si	-17.672	1.382	16.287	0.003	0.005	-0.004
Si	-20.407	4.093	16.341	0.003	0.013	0.008
Si	-17.724	6.814	16.216	-0.007	0.002	-0.012
Si	-20.407	9.524	16.19	-0.01	0.009	-0.023
Si	-17.667	-4.041	16.255	0.027	0.014	-0.007
Si	-14.954	-1.296	16.377	0.004	-0.002	0.011
Si	-12.266	1.321	16.371	-0.012	0.019	0.009
Si	-14.949	4.047	16.252	-0.006	0.014	-0.012
Si	-12.234	6.817	16.297	-0.008	0.003	-0.023
Si	-14.981	9.532	16.26	0.013	-0.017	-0.02
Si	-12.209	-4.007	16.316	0.001	0.002	-0.004
Si	-9.504	-1.382	16.42	-0.005	-0.002	0.003
Si	-6.786	1.351	16.39	0	0.007	-0.002
Si	-9.511	4.067	16.31	-0.022	-0.001	-0.016
Si	-6.767	6.842	16.313	0.015	0.007	-0.005
Si	-9.508	9.565	16.34	0.006	0.002	0.004
Si	-6.81	-4.037	16.444	0.009	-0.002	-0.001
Si	-4.099	-1.341	16.419	-0.008	0.014	0
Si	-1.365	1.374	16.352	-0.01	-0.004	-0.003
Si	-4.076	4.101	16.334	-0.006	-0.002	-0.001
Si	-1.362	6.863	16.305	0.019	-0.004	-0.012
Si	-4.101	9.593	16.391	0.009	-0.02	0.004
Si	-1.357	-4.02	16.383	0.004	0.003	-0.017
Si	2.75	0.063	17.689	0.008	-0.016	-0.008
Si	5.504	2.702	17.688	0.004	-0.005	0.009
Si	2.767	5.429	17.607	-0.011	-0.01	0.011
Si	5.445	8.188	17.681	-0.012	-0.018	-0.006
Si	2.739	-5.377	17.736	-0.018	0.009	-0.007
Si	5.434	-2.686	17.776	0.004	0.003	0.027
Si	8.2	-0.014	17.73	0.018	-0.005	-0.012
Si	10.895	2.688	17.64	0.008	0.004	0.011
Si	8.17	5.439	17.671	0.009	0.004	0.013
Si	10.909	-8.148	17.665	-0.008	0.01	0
Si	8.152	-5.429	17.717	-0.003	0.008	0.01
Si	10.873	-2.692	17.709	0.003	0.01	-0.002
Si	13.608	-0.074	17.636	0.003	0.006	0.003
Si	16.289	2.746	17.629	0	-0.006	-0.013
Si	13.602	5.435	17.697	-0.003	-0.004	0.003
Si	16.32	8.129	17.67	0.005	0.002	0.015
Si	13.571	10.889	17.685	0.003	-0.01	0.014
Si	16.346	-2.751	17.649	-0.004	0.01	-0.009
Si	18.994	0.01	17.681	0.009	-0.008	0.005
Si	21.785	2.654	17.675	0	-0.001	0.006
Si	19.034	5.417	17.695	-0.013	0.011	0.02
Si	21.691	8.111	17.696	0	-0.015	0.005
Si	19.012	10.838	17.715	-0.004	0.001	0.009
Si	21.692	-2.726	17.653	-0.006	0.005	0.007
Si	24.457	-0.03	17.694	0	-0.003	0.009
Si	27.188	2.694	17.715	0.02	0.005	-0.003
Si	24.444	5.394	17.694	0.02	-0.009	0.009
Si	27.183	8.136	17.635	0.015	0.024	-0.026
Si	24.455	10.842	17.7	0.016	0.005	0.018
Si	27.125	-2.774	17.599	0.004	-0.009	-0.021
Si	29.882	-0.007	17.64	-0.029	0.01	0.014
Si	32.643	2.741	17.631	-0.018	-0.018	0.004
Si	29.882	5.407	17.751	0.017	0.004	0.007
Si	32.634	8.162	17.582	0.009	0.013	-0.004
Si	29.892	10.854	17.63	0	0.007	0.006
Si	32.644	-2.776	17.526	-0.015	-0.025	-0.026
Si	35.389	-0.013	17.628	-0.014	-0.006	0.009
Si	38.116	2.723	17.635	-0.001	-0.016	-0.008
Si	35.398	5.421	17.69	0.019	0	0.017
Si	38.094	8.203	17.652	0.009	0.03	-0.017
Si	35.408	10.83	17.657	0.025	0	0.027
Si	38.098	-2.732	17.498	0.005	-0.001	-0.033
Si	40.78	0.078	17.567	-0.041	0.003	0
Si	-21.838	2.746	17.679	-0.009	-0.003	-0.002
Si	-24.5	5.48	17.701	-0.002	0.031	0.018
Si	-21.736	8.165	17.561	0.012	0.002	0.007
Si	-24.506	10.928	17.579	0.004	0.01	-0.005
Si	-21.72	-2.741	17.508	-0.001	0.004	0.011
Si	-19.078	0.033	17.596	0	-0.015	-0.001
Si	-16.272	2.704	17.655	0.013	-0.021	0.008
Si	-19.02	5.498	17.665	0	-0.001	0.031
Si	-16.39	8.167	17.575	0.002	0.016	-0.023
Si	-19.019	10.853	17.534	-0.005	-0.013	-0.013
Si	-16.39	-2.631	17.673	-0.038	-0.039	0.001
Si	-13.631	0.041	17.856	-0.003	0.006	0.015
Si	-10.834	2.655	17.66	0.028	0.013	-0.001
Si	-13.62	5.428	17.59	0.005	-0.011	0.028
Si	-10.856	8.169	17.657	-0.003	0.007	0.009
Si	-13.612	10.934	17.557	-0.019	-0.017	-0.011
Si	-10.886	-2.712	17.812	0.005	-0.024	0.005
Si	-8.102	-0.053	17.78	0.018	-0.008	-0.005
Si	-5.436	2.753	17.718	0.008	-0.006	0.009
Si	-8.134	5.455	17.612	-0.003	-0.014	-0.038
Si	-5.48	8.222	17.733	-0.03	0.008	0.032
Si	-8.218	-5.389	17.783	-0.014	0.002	-0.006
Si	-5.458	-2.677	17.848	-0.01	0.01	-0.01
Si	-2.713	0.018	17.748	0.012	-0.007	0.005
Si	0.001	2.76	17.667	0.002	0.002	-0.012
Si	-2.705	5.486	17.648	0	0.007	0.004
Si	-0.026	-8.075	17.658	-0.009	0	0.016
Si	-2.741	-5.348	17.755	-0.001	0.008	-0.012
Si	0.012	-2.681	17.759	0.006	0.018	0.009
Si	1.352	1.403	19.018	0.007	0	-0.005
Si	4.134	4.078	18.992	0.003	0.006	-0.064
Si	1.354	6.794	18.867	-0.009	-0.013	-0.06
Si	4.111	-6.761	19.06	0.023	0.008	-0.031
Si	1.407	-4.005	19.131	0.002	-0.001	-0.014
Si	4.114	-1.217	19.111	0.031	-0.016	-0.012
Si	6.888	1.364	19.09	-0.038	0.053	-0.003
Si	9.598	4.101	18.991	0.012	-0.015	-0.037
Si	6.771	6.779	19.017	-0.005	-0.025	-0.023
Si	9.578	-6.782	19.024	0.007	0.008	-0.019
Si	6.764	-4.124	19.123	-0.028	-0.013	-0.037
Si	9.548	-1.357	19.139	0.013	-0.006	0.012
Si	12.191	1.223	18.957	-0.058	-0.005	-0.025
Si	14.974	4.071	19.043	0.028	0.018	-0.008
Si	12.265	-9.491	19.041	0.01	0.017	-0.014
Si	14.962	9.512	18.989	0.006	-0.007	-0.048
Si	12.223	-4.052	19.055	0.011	-0.016	-0.021
Si	15.043	-1.369	18.995	0.001	0.025	-0.004
Si	17.599	1.394	18.996	-0.002	0	-0.035
Si	20.436	4.025	18.993	-0.006	0	-0.02
Si	17.655	6.764	19.064	-0.003	-0.006	-0.03
Si	20.326	9.437	19.088	-0.005	-0.016	-0.016
Si	17.656	-4.105	19.056	0.01	-0.006	-0.005
Si	20.36	-1.346	19.026	-0.002	0.008	-0.031
Si	23.14	1.331	19.095	-0.014	0.01	0
Si	25.823	4.066	19.076	0.018	-0.017	-0.015
Si	23.025	6.713	19.031	-0.022	-0.004	-0.017
Si	25.871	9.478	19.033	0.011	0.022	-0.005
Si	23.02	-4.113	18.992	0	0.002	-0.035
Si	25.747	-1.495	18.999	0.003	-0.015	-0.02
Si	28.52	1.302	19.079	0.008	-0.006	0.006
Si	31.298	4.034	19.077	0.003	0.018	-0.003
Si	28.453	6.795	19.068	-0.024	-0.01	-0.001
Si	31.302	9.519	18.961	0.018	0.005	-0.01
Si	28.451	-4.131	18.946	-0.004	-0.002	-0.03
Si	31.293	-1.43	18.855	0.004	-0.005	-0.025
Si	34.011	1.377	18.954	0.016	-0.002	-0.023
Si	36.826	4.068	19.056	0.005	0.017	-0.013
Si	33.98	6.832	18.945	0.001	0.007	-0.02
Si	36.824	9.548	19.108	0.019	0.034	-0.022
Si	33.953	-4.141	18.905	-0.024	0.013	-0.013
Si	36.815	-1.411	18.9	0.007	0	-0.013
Si	39.445	1.383	19.048	-0.011	0.02	-0.008
Si	-23.214	4.079	19.098	-0.01	-0.029	0.002
Si	39.466	6.935	19.065	0.02	-0.012	-0.011
Si	-23.09	9.57	18.851	0.005	0.006	-0.035
Si	39.369	-4.048	18.941	-0.02	-0.037	-0.023
Si	42.204	-1.317	18.759	0.011	0.004	-0.052
Si	-20.452	1.349	18.97	-0.003	-0.026	-0.003
Si	-17.56	4.138	18.957	0.005	0.066	-0.04
Si	-20.399	6.886	19.017	0.043	0.024	-0.047
Si	-17.732	9.509	18.969	-0.013	-0.013	-0.022
Si	-20.332	-4.092	18.859	0.006	0.001	-0.034
Si	-17.786	-1.252	19.063	0.039	0	-0.01
Si	-15.065	1.411	19.241	-0.041	-0.005	0.02
Si	-12.237	4.04	18.894	-0.007	0.002	-0.052
Si	-15.066	6.767	18.885	-0.022	-0.032	-0.038
Si	-12.255	9.593	18.9	0.009	0.031	-0.057
Si	-14.978	-4.04	18.902	-0.002	0.013	-0.059
Si	-12.194	-1.315	19.201	0.01	0.011	-0.007
Si	-9.45	1.327	19.081	-0.021	0.016	-0.03
Si	-6.821	4.145	19.031	-0.009	0	-0.021
Si	-9.461	6.781	18.985	0.003	0	-0.026
Si	-6.914	9.533	19.133	0.028	-0.015	-0.053
Si	-9.58	-4.091	19.255	0.009	-0.002	-0.012
Si	-6.813	-1.368	19.305	-0.027	0	0.007
Si	-4.071	1.405	19.084	-0.002	-0.007	-0.026
Si	-1.339	4.148	19.012	-0.007	0.013	-0.012
Si	-4.034	6.864	19	0.004	-0.009	-0.031
Si	-1.351	-6.692	19.073	0.022	-0.002	-0.024
Si	-4.089	-4.03	19.206	0.023	-0.001	0.009
Si	-1.365	-1.345	19.139	-0.03	0.004	-0.042
Si	0.015	0.093	20.426	-0.007	0.002	0.032
Si	2.688	2.798	20.318	-0.003	0.057	0.06
Si	0.018	5.536	20.319	-0.002	0.007	0.064
Si	2.737	8.073	20.202	-0.001	-0.011	0.055
Si	0.049	-5.397	20.486	0.004	-0.002	0.039
Si	2.712	-2.526	20.469	-0.053	0.008	0.014
Si	5.536	0.093	20.524	-0.006	-0.03	0.067
Si	8.334	2.698	20.382	0.011	-0.018	0.06
Si	5.507	5.344	20.421	0.03	0.003	0.019
Si	8.176	8.154	20.285	-0.003	-0.006	0.067
Si	5.387	-5.471	20.572	0	0.036	0.045
Si	8.182	-2.766	20.436	-0.006	0	0.052
Si	10.935	-0.049	20.546	0.012	0.024	0.078
Si	13.599	2.572	20.191	0.028	-0.025	0.027
Si	10.93	5.473	20.383	-0.005	-0.026	0.054
Si	13.635	-8.142	20.389	0.003	-0.005	0.066
Si	10.883	-5.41	20.451	-0.031	0.004	0.05
Si	13.726	-2.752	20.321	-0.008	-0.017	0.039
Si	16.29	0.055	20.416	-0.03	0	0.043
Si	19	2.737	20.292	0.002	0.018	0.041
Si	16.29	5.433	20.466	0.002	0.005	0.063
Si	19.012	8.067	20.503	-0.008	-0.021	0.038
Si	16.324	10.814	20.387	-0.001	-0.027	0.071
Si	18.974	-2.697	20.383	0.013	0.008	0.061
Si	21.738	-0.005	20.42	-0.005	-0.022	0.058
Si	24.492	2.707	20.468	-0.026	0.005	0.053
Si	21.75	5.3	20.461	0.032	-0.002	0.039
Si	24.459	8.062	20.27	0.004	0	0.046
Si	21.694	10.826	20.367	0	0.01	0.046
Si	24.303	-2.735	20.397	0.009	0.04	0.081
Si	27.113	-0.196	20.338	0	0.038	0.052
Si	29.951	2.63	20.465	-0.013	-0.035	0.027
Si	27.1	5.438	20.513	-0.019	0.024	0.008
Si	29.851	8.247	20.285	0.011	0.007	0.071
Si	27.12	10.93	20.45	-0.018	0.003	0.057
Si	29.897	-2.778	20.162	0.01	-0.008	0.037
Si	32.643	-0.083	20.196	0.033	0.02	0.047
Si	35.406	2.678	20.363	-0.006	-0.006	0.012
Si	32.627	5.542	20.361	-0.041	-0.014	0.037
Si	35.368	8.13	20.317	-0.003	0.008	0.043
Si	32.65	10.854	20.373	-0.015	-0.005	0.041
Si	35.409	-2.811	20.127	0.016	-0.014	0.055
Si	38.105	-0.066	20.353	0.024	-0.004	0.027
Si	40.749	2.698	20.564	0.012	0.015	0.044
Si	38.195	5.505	20.429	-0.009	-0.041	0.046
Si	40.814	8.433	20.352	-0.023	0.008	0.056
Si	38.144	11.007	20.556	-0.026	-0.022	0.034
Si	40.821	-2.623	20.06	-0.009	-0.001	0.045
Si	43.494	-0.114	20.281	0.023	0.007	0.028
Si	-19.106	2.88	20.135	-0.018	0.008	-0.007
Si	-21.888	5.582	20.318	0.003	0.035	0.03
Si	-19.006	8.206	20.475	-0.027	-0.032	0.067
Si	-21.665	10.862	20.172	-0.006	-0.005	0.046
Si	-19.125	-2.731	20.326	0.021	-0.002	0.045
Si	-16.618	0.123	20.632	-0.013	0.079	0.04
Si	-13.535	2.829	20.418	-0.007	-0.017	0.058
Si	-16.234	5.442	20.455	0.007	-0.02	0.039
Si	-13.684	8.185	20.054	0	-0.001	0.039
Si	-16.358	10.913	20.215	0	0.006	0.077
Si	-13.696	-2.712	20.36	-0.015	0.014	0.028
Si	-10.737	0.035	20.577	-0.001	-0.032	0.045
Si	-8.112	2.73	20.417	0.002	-0.002	0.029
Si	-10.832	5.348	20.207	0.007	-0.038	0.047
Si	-8.295	8.142	20.516	-0.001	0.029	0.02
Si	-11.028	-5.515	20.52	0.028	-0.004	0.05
Si	-8.228	-2.761	20.723	0.015	0.025	0.075
Si	-5.383	0.08	20.567	-0.002	0.009	0.027
Si	-2.696	2.837	20.38	-0.001	-0.025	0.033
Si	-5.455	5.564	20.317	-0.009	0.016	0.039
Si	-2.706	-8.09	20.387	0.005	-0.01	0.038
Si	-5.504	-5.447	20.468	-0.023	-0.033	0.073
Si	-2.707	-2.692	20.612	0	0.032	0.051
Si	1.074	-1.438	21.851	0.395	0.279	-0.675
Si	4.048	1.526	21.689	0.181	0.014	-0.739
Si	1.581	4.411	21.631	-0.156	-0.162	-0.749
Si	3.863	6.531	21.56	0.103	0.038	-0.717
Si	1.248	-7.109	21.559	-0.024	0.157	-0.703
Si	4.266	-3.703	21.729	-0.088	-0.272	-0.686
Si	6.655	-1.628	21.771	0.134	0.325	-0.708
Si	9.928	1.689	21.831	-0.191	-0.318	-0.764
Si	7.213	4.248	21.686	-0.364	-0.19	-0.72
Si	9.29	6.613	21.631	0.233	0.118	-0.742
Si	7.071	-6.702	21.722	-0.265	-0.079	-0.725
Si	9.234	-4.374	21.798	0.283	0.212	-0.718
Si	12.625	-1.258	21.692	-0.189	-0.002	-0.634
Si	14.638	1.147	21.732	0.215	0.061	-0.691
Si	12.173	3.813	21.469	-0.042	0.192	-0.677
Si	15.165	-9.269	21.776	-0.143	-0.189	-0.813
Si	12.523	-6.539	21.677	-0.142	-0.112	-0.701
Si	14.778	-4.347	21.694	0.161	0.121	-0.741
Si	17.923	-1.034	21.685	-0.213	-0.262	-0.693
Si	20.144	1.213	21.611	0.223	0.141	-0.768
Si	17.908	4.255	21.691	-0.168	-0.072	-0.777
Si	20.157	6.409	21.761	0.082	0.215	-0.729
Si	17.4	9.242	21.765	0.227	0.093	-0.771
Si	20.526	-3.898	21.625	-0.126	-0.185	-0.767
Si	22.719	-1.64	21.808	0.248	0.223	-0.768
Si	25.927	1.307	21.684	-0.245	-0.18	-0.67
Si	23.298	4.179	21.898	-0.154	-0.141	-0.698
Si	25.413	6.55	21.799	0.191	-0.026	-0.659
Si	23.324	9.619	21.543	-0.217	-0.029	-0.715
Si	25.368	-4.329	21.696	0.296	0.087	-0.731
Si	28.789	-1.295	21.555	-0.122	-0.075	-0.654
Si	31.109	0.89	21.646	0.042	0.298	-0.641
Si	28.8	4.307	21.676	-0.355	-0.404	-0.574
Si	30.931	6.689	21.614	0.432	0.274	-0.713
Si	28.821	9.854	21.654	-0.193	-0.122	-0.708
Si	31.027	-4.241	21.555	0.281	0.092	-0.682
Si	34.259	-1.272	21.381	-0.182	-0.055	-0.735
Si	36.438	0.968	21.653	0.15	0.22	-0.717
Si	34.218	4.314	21.547	-0.108	-0.061	-0.599
Si	36.455	6.52	21.629	0.123	0.115	-0.706
Si	34.205	9.64	21.675	-0.181	-0.109	-0.587
Si	36.318	-4.301	21.699	0.289	0.13	-0.666
Si	39.796	-1.181	21.572	-0.187	-0.009	-0.67
Si	42.013	1.012	21.675	0.057	0.222	-0.669
Si	39.425	4.153	21.961	0.122	-0.022	-0.727
Si	42.346	7.253	21.602	-0.159	-0.254	-0.767
Si	40.004	10.175	21.804	-0.26	-0.141	-0.703
Si	42.215	-3.997	21.26	0.035	-0.015	-0.544
Si	44.398	-1.838	21.643	0.112	0.053	-0.679
Si	-18.237	1.65	21.869	0.206	-0.278	-0.641
Si	-20.273	4.407	21.449	-0.148	-0.044	-0.707
Si	-17.922	6.482	21.721	0.184	0.317	-0.699
Si	-20.64	9.398	21.711	0.357	0.18	-0.701
Si	-17.449	-3.823	21.546	-0.139	-0.097	-0.734
Si	-15.291	-1.565	21.654	0.023	0.238	-0.697
Si	-11.955	1.676	21.719	-0.11	-0.062	-0.674
Si	-14.384	4.587	21.755	-0.231	-0.111	-0.726
Si	-12.293	6.793	21.24	-0.01	-0.036	-0.574
Si	-14.861	9.629	21.438	-0.149	-0.12	-0.721
Si	-12.739	-4.395	21.711	0.241	0.17	-0.682
Si	-9.425	-1.249	22.166	0.043	-0.014	-0.746
Si	-6.426	1.803	21.803	-0.258	-0.328	-0.756
Si	-9.735	3.846	21.669	0.06	0.129	-0.666
Si	-6.572	7.077	21.724	-0.188	-0.142	-0.724
Si	-10.168	8.965	21.786	0.247	0.268	-0.778
Si	-6.941	-4.336	21.96	-0.007	0.14	-0.711
Si	-3.706	-0.945	21.882	-0.256	-0.253	-0.709
Si	-1.502	1.324	21.705	0.162	0.225	-0.697
Si	-4.246	4.079	21.617	0.248	0.137	-0.724
Si	-1.071	7.137	21.654	-0.133	-0.18	-0.758
Si	-4.327	-7.036	21.714	0.127	0.12	-0.66
Si	-1.051	-3.829	21.884	-0.327	-0.268	-0.661
Si	-1.284	7.635	-2.824	-0.077	0.012	0.097
Si	10.907	0.168	-5.873	0.011	-0.015	-0.07
Si	2.432	-6.868	24.363	0.072	0.012	-0.038
Si	11.767	-6.944	24.643	0.062	0.043	-0.156
Si	4.238	7.238	24.453	0.024	-0.029	0
Si	10.019	-4.289	24.82	-0.165	0.035	-0.103
Si	11.727	-1.89	24.453	0.091	-0.129	-0.069
Si	8.905	5.26	-4.561	0.005	0.02	0.013
Si	10.571	6.804	24.345	-0.107	-0.038	-0.034
Si	15.75	-4.09	24.622	-0.071	-0.085	-0.029
Si	9.129	-0.556	-3.76	-0.068	0.019	0.129
Si	11.126	0.667	-1.853	0.079	0.152	0.018
Si	14.517	-1.602	25.77	0.046	-0.088	-0.14
Si	17.152	-0.441	24.489	0.001	-0.057	-0.113
Si	13.356	5.465	23.692	0.052	0.056	-0.076
Si	15.629	5.954	-6.459	0.027	-0.018	0.049
Si	14.625	-6.687	-4.432	-0.039	0.117	0.088
Si	12.272	-4.591	-4.232	-0.007	-0.089	0.091
Si	28.395	-2.244	24.499	0.056	0.053	-0.07
Si	21.565	-8.049	23.714	0.024	-0.015	-0.137
Si	21.719	2.415	24.058	0.078	-0.017	-0.183
Si	22.54	6.074	-4.294	-0.087	0.064	-0.017
Si	19.33	-5.788	23.768	-0.051	-0.001	-0.125
Si	19.53	-4.286	-3.179	0.094	0.048	0.165
Si	22.416	-0.567	24.68	-0.008	-0.022	-0.097
Si	26.403	-6.296	-4.27	0.101	-0.02	0.072
Si	29.544	-5.81	-4.726	-0.073	0.074	0.139
Si	-31.564	-7.854	24.567	-0.045	0.055	-0.287
Si	26.09	7.416	24.698	-0.058	0.059	-0.13
Si	24.969	2.194	-6.44	0.086	0.062	-0.083
Si	32.318	1.12	24.584	-0.033	-0.069	-0.071
Si	31.365	6.564	24.546	-0.034	0.048	-0.052
Si	30.826	-3.625	-2.855	0.071	-0.134	0.124
Si	27.807	1.596	-6.187	-0.03	0.007	-0.074
Si	24.207	-5.999	-6.364	0.013	-0.063	0.165
Si	-26.178	-1.772	24.43	0.026	-0.057	-0.144
Si	-22.079	3.251	-4.813	-0.021	-0.177	0.033
Si	-27.313	-0.913	-4.993	-0.044	-0.084	0.086
Si	-32.326	3.989	24.302	0.055	-0.026	-0.057
Si	-29.597	4.404	25.557	0.033	-0.031	-0.016
Si	-24.757	-4.503	-7.074	0.005	0.01	-0.038
Si	-22.274	-3.218	-6.581	0.104	-0.026	0.071
Si	-24.212	5.844	24.041	0.009	-0.088	-0.025
Si	-20.169	-1.755	24.586	0.035	-0.029	-0.088
Si	-20.913	1.1	-6.766	-0.063	0.059	-0.062
Si	-22.342	5.231	-6.991	0.048	0.08	-0.106
Si	-23.2	-7.186	-4.199	0.059	-0.052	0.076
Si	-24.912	-6.273	24.772	-0.126	-0.024	-0.23
Si	-21.575	0.13	-1.966	0.049	-0.111	0.1
Si	-14.984	4.382	24.794	0	-0.033	-0.118
Si	-15.364	-7.106	24.337	-0.001	-0.01	-0.051
Si	-19.913	-6.637	24.71	-0.091	-0.007	-0.201
Si	-20.602	-3.928	-4.121	0.037	-0.067	0.014
Si	-17.122	-0.851	-4.35	0.021	0.032	0.028
Si	-10.656	-1.809	24.826	-0.039	-0.091	-0.145
Si	-7.688	-0.722	-3.589	-0.108	-0.019	0.128
Si	-16.86	6.783	24.726	-0.076	-0.066	-0.086
Si	1.013	-5.086	25.969	0.052	0.025	-0.101
Si	-18.373	-4.218	24.425	0.033	0.06	-0.052
Si	-12.193	0.395	26.014	-0.002	-0.006	0.04
Si	-8.388	-5.917	-4.808	-0.014	-0.031	0.025
Si	-8.704	-6.055	24.011	0.051	0.124	0.04
Si	-8.09	5.437	23.92	0.029	-0.007	-0.031
Si	-3.172	7.397	26.126	0.05	0.054	-0.053
Si	-3.881	-6.229	24.638	0.03	0.014	-0.128
Si	-8.334	0.668	-6.31	0.089	0.067	-0.054
Si	-0.29	3.22	23.887	-0.007	0.038	-0.191
Si	6.144	2.689	-6.681	-0.024	0.08	-0.005
Si	-7.343	3.489	-6.663	-0.075	0.004	-0.057
Si	-2.496	5.431	23.854	0.05	0.027	-0.131
Si	-7.786	8.114	-6.633	0.013	0.039	-0.037
Si	-3.887	-4.326	-4.085	0.005	-0.005	-0.028
Si	3.469	-4.258	24.701	0.066	0.018	0.015
Si	4.538	-1.729	25.712	-0.03	-0.021	-0.008
Si	3.59	3.957	-7.035	-0.057	-0.063	0.065
Si	6.88	-8.006	24.624	-0.006	0.12	0.005
Si	-1.676	-4.161	24.986	0.027	0.017	-0.248
Si	-0.21	-1.863	-4.87	-0.051	-0.067	-0.085
Si	5.919	2.484	23.761	0.084	0.063	-0.109
Si	13.396	3.953	-6.545	-0.058	0.056	0.018
Si	4.465	6.67	-3.406	-0.087	0.069	0.114
Si	2.632	-5.975	-4.87	-0.008	-0.017	0.057
Si	7.005	-0.361	24.486	-0.059	-0.019	-0.063
Si	11.039	3.244	-4.994	0.082	-0.055	-0.031
Si	16.429	2.467	23.877	-0.092	-0.022	-0.074
Si	24.62	4.724	-2.782	0.017	0.088	0.258
Si	19.828	2.455	-6.728	0.019	-0.1	-0.038
Si	23.375	-7.991	26.147	0.151	0.103	-0.053
Si	14.738	-6.771	25.81	-0.013	0.058	-0.085
Si	15.04	2.43	-4.735	-0.023	0.091	0.025
Si	19.76	-1.303	25.978	0.013	0.061	-0.05
Si	16.828	3.28	-6.98	-0.049	-0.097	0.046
Si	22.392	-4.965	-4.021	-0.049	0.005	-0.019
Si	19.041	7.876	-1.948	0.1	0.05	0.012
Si	13.127	-1.917	-4.976	-0.114	0.02	0.165
Si	18.452	-4.067	25.942	-0.027	0.046	-0.05
Si	-32.127	-1.683	-2.973	-0.105	0.032	0.068
Si	29.925	-4.575	25.712	-0.053	0.014	-0.058
Si	25.128	1.786	-2.587	-0.01	0.105	0.09
Si	28.062	2.372	23.525	-0.05	0.065	-0.072
Si	25.927	-3.198	-4.287	-0.016	-0.053	-0.004
Si	29.548	5.393	-6.119	0.118	-0.122	-0.033
Si	27.962	1.056	-3.431	0.024	0.207	0.07
Si	-32.182	-5.051	25.608	0.007	0.086	-0.093
Si	27.897	-6.54	24.552	0.137	0.043	-0.057
Si	-30.722	7.88	-2.191	-0.02	-0.009	0.078
Si	26.021	-3.965	24.615	0.025	-0.023	-0.028
Si	26.992	4.214	-6.938	-0.039	-0.108	0.074
Si	-28.886	-3.034	24.631	-0.131	0.001	-0.148
Si	-27.69	2.635	23.924	0.024	0.063	-0.043
Si	-32.257	6.03	-3.946	0.041	0.082	-0.014
Si	-28.725	-7.375	-4.156	-0.004	0.043	-0.022
Si	-31.293	-1.147	25.428	0.03	-0.113	-0.062
Si	-26.399	0.149	-2.289	0.024	-0.016	-0.027
Si	-23.544	-0.548	-6.247	0.022	0.022	-0.053
Si	-15.33	3.759	-2.565	-0.074	-0.016	-0.037
Si	-27.398	6.201	-4.789	-0.012	0.091	0.156
Si	-28.696	7.158	24.566	-0.075	-0.072	-0.155
Si	-26.098	7.569	25.883	0.054	-0.086	-0.133
Si	-23.789	0.862	-3.688	0.019	0.048	0.107
Si	-12.58	-0.77	-4.062	-0.095	0.016	0.012
Si	-14.827	1.237	-4.064	-0.027	0.041	0.048
Si	-20.447	-6.909	-3.201	-0.009	0.094	0.104
Si	-10.78	7.262	-6.143	-0.035	0.061	-0.019
Si	-18.483	-0.626	-7.022	-0.058	0.055	-0.009
Si	-13.059	5.293	-3.835	0.003	0.066	0.024
Si	-13.611	-3.091	-2.253	-0.008	-0.044	0.161
Si	-17.748	-3.549	-3.273	-0.012	-0.074	0.174
Si	-13.475	3.273	-5.92	-0.037	-0.041	0.024
Si	-13.001	8.176	-4.403	-0.045	0.085	-0.065
Si	-13.972	0.283	23.717	0.022	-0.011	-0.107
Si	-20.911	2.123	23.313	0.047	-0.112	-0.174
Si	-11.079	2.041	-6.732	0.178	-0.05	-0.057
Si	0.467	1.144	-4.597	-0.01	0.117	0.053
Si	-5.881	-4.011	24.718	0.012	-0.017	-0.144
Si	-2.706	-2.754	-6.582	0.026	0.015	0.133
Si	-12.908	-6.712	25.922	-0.02	-0.025	0.06
Si	-5.826	5.871	-5.582	-0.083	0.06	0.004
Si	-1.505	3.331	-4.414	-0.017	-0.058	-0.006
Si	2.567	-0.073	23.94	-0.145	0.133	0.087
Si	-3.926	-7.01	-2.804	-0.07	0.057	0.025
Si	-1.055	6.004	-5.365	0.15	-0.039	-0.05
Si	2.622	-2.811	-5.104	-0.075	0.039	-0.009
Si	0.961	3.498	-2.922	0.046	-0.187	0.079
Si	-4.725	-1.357	24.883	-0.09	0.143	-0.052
Si	5.125	0.105	-1.956	-0.022	0.004	-0.009
Si	1.814	2.377	25.867	0.014	-0.027	-0.034
Si	8.256	5.938	25.868	-0.055	0.052	0
Si	3.076	-2.244	-2.03	-0.076	-0.067	0.076
Si	7.178	-5.608	-2.765	0.07	-0.081	0.077
Si	6.444	4.435	-2.893	-0.028	-0.068	0.1
Si	6.735	1.431	-3.989	0.047	0.042	0.009
Si	12.93	2.937	-2.647	-0.007	-0.088	0.048
Si	5.485	-7.019	-4.76	0.092	-0.069	0.005
Si	8.023	-6.815	-6.722	-0.07	0.123	0.039
Si	9.777	0.505	24.685	0.008	0.158	-0.038
Si	18.41	-1.447	-2.855	-0.009	-0.066	0.107
Si	9.778	-6.497	-4.328	-0.061	-0.032	-0.002
Si	10.547	7.215	-2.841	-0.057	-0.065	0.135
Si	13.371	7.914	-2.116	-0.001	0	0.164
Si	8.25	-2.962	-2.028	0.114	-0.003	-0.018
Si	13.486	-2.982	-2.197	0.079	-0.038	-0.074
Si	16.317	0.696	-2.884	0.038	-0.029	0.221
Si	20.235	-0.143	-5.014	-0.09	-0.079	-0.063
Si	19.841	4.605	-4.608	-0.106	-0.011	0.088
Si	17.833	6.958	-4.581	0.078	0.012	0.015
Si	17.641	-6.304	-4.604	0.024	-0.083	0.014
Si	18.755	2.708	-2.222	0.062	-0.068	0.117
Si	24.09	-3.048	-2.11	-0.045	-0.017	0.189
Si	28.452	-1.856	-3.19	-0.198	-0.021	0.313
Si	23.297	0.654	-4.651	0.006	0.015	-0.029
Si	26.239	7.424	-2.424	-0.015	0.07	0.044
Si	22.06	-7.746	-2.599	-0.157	0.005	0.208
Si	25.474	1.373	24.651	-0.112	-0.027	-0.22
Si	24.485	-1.614	-6.491	0.013	-0.014	-0.024
Si	30.99	3.711	-4.074	0.129	-0.135	-0.11
Si	29.235	3.066	-1.753	0.057	-0.038	0.071
Si	30.712	7.81	-4.548	0.084	-0.088	0.008
Si	29.536	0.576	25.318	-0.037	0.033	-0.156
Si	-32.439	-2.999	23.663	-0.036	0.057	-0.111
Si	-26.655	5.542	-1.919	0.012	-0.021	0.074
Si	32.427	1.165	-3.008	-0.052	0.11	0.045
Si	-30.105	-2.331	-5.117	-0.077	-0.05	-0.039
Si	-22.545	-6.993	26.097	0.104	-0.07	-0.021
Si	29.236	7.813	-1.842	-0.15	0.021	0.119
Si	-29.928	-5.24	-6.106	-0.046	0.041	0.057
Si	-30.448	2.902	-2.291	-0.018	-0.029	0.005
Si	-25.972	0.959	25.597	0.054	-0.063	0.056
Si	-29.894	4.445	-4.94	-0.087	-0.121	0.159
Si	-24.51	7.735	-1.959	0.056	-0.023	-0.015
Si	-27.478	-5.236	-2.271	0.072	-0.015	0.041
Si	-25.766	-3.573	-4.319	0.027	-0.054	0.026
Si	-19.727	3.902	-2.914	0.036	-0.023	0.084
Si	-18.77	1.283	-2.726	0.086	-0.074	0.051
Si	-17.438	5.838	-3.009	-0.024	-0.035	0.167
Si	-19.332	7.143	26.058	-0.054	0.05	0.037
Si	-23.238	-4.294	-2.899	-0.077	-0.081	0.108
Si	-18.307	7.945	-4.812	-0.068	-0.011	-0.089
Si	-8.795	-3.808	25.838	-0.024	-0.05	-0.053
Si	-12.884	-3.782	24.751	-0.071	-0.093	-0.154
Si	-9.802	5.588	26.123	-0.011	0.042	-0.034
Si	-16.52	2.019	24.301	-0.046	0.026	0.026
Si	-14.456	-6.052	-2.863	0.159	0.072	0.058
Si	-15.684	-4.177	25.43	-0.002	-0.004	-0.017
Si	-10.335	-0.073	-2.137	0.01	0.224	0.1
Si	-7.387	0.242	24.24	0.021	-0.066	-0.085
Si	-8.966	-7.864	-2.794	-0.108	-0.009	0.125
Si	-10.594	5.79	-2.23	0.087	-0.015	0.151
Si	-16.59	-5.915	-5.001	-0.036	0.032	-0.012
Si	-5.309	0.207	-2.014	0.014	-0.032	0.141
Si	-3.08	2.348	-2.153	0.143	0.033	0.165
Si	2.041	5.559	-4.877	-0.117	0.019	0.116
Si	-6.277	7.256	-2.938	0.066	-0.067	0.164
Si	0.711	-6.503	-2.763	-0.049	0.074	0.068
Si	-6.757	-3.707	-3.14	-0.053	0.06	0.082
Si	-1.07	-4.073	-2.837	-0.034	-0.037	-0.002
Si	1.36	-1.301	5.457	-0.007	-0.003	0.013
Si	4.089	1.446	5.403	-0.022	0.007	-0.001
Si	1.392	4.137	5.463	0.001	-0.012	0.021
Si	4.111	6.876	5.412	-0.01	-0.011	-0.004
Si	1.393	9.575	5.419	0.017	-0.008	0.007
Si	4.104	-4.039	5.404	-0.001	-0.019	0.005
Si	6.799	-1.301	5.445	-0.006	0	0.007
Si	9.558	1.396	5.413	0.01	0.005	-0.012
Si	6.804	4.168	5.411	-0.019	0	0.005
Si	9.504	6.864	5.411	0.005	0.007	0.004
Si	6.809	-6.724	5.396	-0.008	0.01	0
Si	9.542	12.28	5.381	-0.01	-0.01	-0.012
Si	12.285	-1.339	5.44	0.004	0.003	-0.005
Si	14.976	1.338	5.433	0.009	-0.011	-0.002
Si	12.236	4.1	5.453	-0.009	0.001	-0.007
Si	14.94	6.797	5.458	0.007	0.019	-0.003
Si	12.226	9.552	5.44	-0.005	-0.002	0.004
Si	14.96	12.237	5.454	0.008	0.017	-0.002
Si	17.666	-1.357	5.483	-0.004	0.006	0.013
Si	20.359	1.3	5.519	-0.017	-0.014	0.011
Si	17.676	4.085	5.469	0.004	0.018	-0.013
Si	20.324	6.776	5.527	0.02	-0.004	0
Si	17.617	9.535	5.528	-0.009	0.003	0.004
Si	20.356	12.25	5.491	0	0.004	0.001
Si	23.078	-1.361	5.482	-0.004	0.002	0.002
Si	25.785	1.339	5.449	0.026	0.003	-0.008
Si	23.031	4.057	5.559	0.003	-0.009	0.002
Si	25.762	6.784	5.588	-0.002	-0.012	0.011
Si	23.025	9.57	5.538	-0.004	0.008	0.006
Si	25.746	12.259	5.532	-0.011	-0.007	0.003
Si	28.483	-1.338	5.459	-0.01	-0.004	0
Si	31.262	1.298	5.433	0.006	-0.016	0.006
Si	28.491	4.039	5.473	0	0.017	-0.006
Si	31.248	6.778	5.492	0.003	-0.015	0.011
Si	28.476	9.555	5.512	-0.019	0.007	0.01
Si	31.212	12.268	5.415	0	-0.009	0.011
Si	33.946	-1.377	5.328	0.004	-0.002	0.001
Si	36.682	1.346	5.369	0	0.001	0.009
Si	33.963	4.062	5.373	0	-0.002	0
Si	-28.594	6.798	5.346	0.005	-0.013	0.008
Si	33.958	9.516	5.402	-0.007	-0.004	-0.007
Si	-28.616	12.236	5.357	-0.017	0.007	0
Si	-25.868	-1.362	5.377	0.002	-0.005	0.008
Si	-23.111	1.332	5.364	-0.009	-0.007	0.008
Si	-25.88	4.079	5.335	0.013	0.018	-0.011
Si	-23.113	6.797	5.379	0.007	0.001	0.003
Si	-25.864	9.499	5.323	0	0.006	-0.005
Si	-23.115	12.19	5.343	0.013	0.022	0.007
Si	-20.377	-1.426	5.37	0.011	-0.007	0.007
Si	-17.593	1.304	5.382	0.009	-0.008	-0.001
Si	-20.341	4.055	5.379	-0.003	-0.004	0.006
Si	-17.637	6.769	5.354	-0.002	0.01	0.004
Si	-20.347	9.465	5.374	0.003	-0.02	0.008
Si	-17.641	12.18	5.387	0.005	0.007	0.008
Si	-14.92	-1.441	5.456	-0.015	0.002	0.012
Si	-12.195	1.336	5.47	-0.019	-0.008	-0.003
Si	-14.896	4.022	5.389	0.019	0	0.006
Si	-12.197	6.783	5.426	0.007	0.013	0.006
Si	-14.927	9.481	5.396	0.013	-0.002	0.005
Si	-12.207	12.238	5.427	-0.003	0.009	0.003
Si	-9.492	-1.357	5.44	0.008	0.009	0.012
Si	-6.77	1.383	5.465	0	-0.002	0.01
Si	-9.491	4.095	5.492	0.006	0.005	0.005
Si	-6.762	6.85	5.477	0.007	0.002	0.013
Si	-9.47	9.488	5.498	-0.005	-0.014	0.02
Si	-6.758	12.252	5.469	0.004	-0.003	0.006
Si	-4.071	-1.331	5.491	0.009	-0.003	0.007
Si	-1.355	1.428	5.494	-0.001	0.002	0.004
Si	-4.056	4.12	5.471	-0.002	-0.002	0.013
Si	-1.321	6.853	5.425	-0.007	-0.008	0.01
Si	-4.059	-6.776	5.457	-0.003	-0.008	0.015
Si	-1.356	-4.012	5.449	-0.013	0.002	0.015
Si	2.735	0.074	6.785	0.004	0.013	-0.005
Si	5.451	2.791	6.774	0.001	-0.005	-0.002
Si	2.758	5.51	6.795	0.006	-0.01	0
Si	5.458	-8.086	6.778	0	0	0.003
Si	2.746	-5.391	6.786	0.008	0.002	-0.002
Si	5.443	-2.678	6.788	0.001	0.002	-0.002
Si	8.178	0.052	6.782	-0.003	0.003	-0.001
Si	10.881	2.744	6.809	0.007	0	0.004
Si	8.159	5.503	6.788	0.007	0.006	-0.003
Si	10.862	8.198	6.794	-0.01	-0.002	0.003
Si	8.178	10.934	6.765	0.001	-0.004	0
Si	10.889	-2.696	6.772	0.013	-0.004	-0.004
Si	13.614	0.014	6.818	0.004	-0.006	0.005
Si	16.31	2.713	6.807	0	-0.017	-0.006
Si	13.582	5.453	6.821	-0.008	0.002	-0.003
Si	16.27	8.152	6.852	0.005	-0.005	0.002
Si	13.58	10.9	6.811	0.003	-0.001	-0.003
Si	16.3	-2.721	6.825	-0.001	0	-0.008
Si	19.004	-0.03	6.877	0.011	-0.006	0.005
Si	21.69	2.681	6.885	-0.004	0.009	-0.006
Si	18.983	5.427	6.882	0.003	0.005	0.006
Si	21.694	8.154	6.861	-0.001	-0.004	-0.01
Si	19.004	10.888	6.854	-0.005	-0.005	-0.002
Si	21.714	-2.712	6.847	0.004	0.002	-0.008
Si	24.451	-0.018	6.836	0.009	-0.011	-0.006
Si	27.14	2.689	6.832	-0.006	0.005	-0.003
Si	24.408	5.407	6.904	0.01	0.004	0.006
Si	27.147	8.171	6.877	0.002	0	-0.003
Si	24.414	10.888	6.891	0.005	0.004	0
Si	27.146	-2.703	6.84	-0.006	0.015	-0.004
Si	29.886	-0.022	6.812	0.014	-0.007	-0.003
Si	32.613	2.704	6.757	-0.002	0.004	-0.002
Si	29.87	5.408	6.816	0.009	-0.001	0.006
Si	32.63	8.151	6.797	0.012	-0.004	0.001
Si	29.877	10.908	6.817	-0.005	0.007	-0.008
Si	32.608	-2.715	6.751	-0.001	0.007	-0.003
Si	35.307	-0.016	6.713	-0.001	-0.002	-0.002
Si	-27.223	2.714	6.716	0.001	-0.005	-0.003
Si	-29.941	5.425	6.723	-0.001	0.006	-0.003
Si	-27.217	8.147	6.706	-0.006	0.003	-0.007
Si	-29.961	10.886	6.746	0	0.004	-0.001
Si	-27.229	-2.739	6.719	0.004	0.002	0
Si	-24.484	-0.013	6.73	-0.008	0.007	0.006
Si	-21.739	2.699	6.715	-0.009	0.005	0.002
Si	-24.492	5.419	6.706	-0.002	0	0.001
Si	-21.745	8.145	6.737	-0.01	0.005	0.008
Si	-24.495	10.851	6.703	0.005	-0.007	0
Si	-21.759	-2.764	6.724	-0.007	-0.005	-0.001
Si	-19.004	-0.044	6.718	0.002	-0.005	-0.005
Si	-16.269	2.684	6.76	0.002	-0.004	-0.003
Si	-18.999	5.425	6.739	-0.014	0.008	0
Si	-16.292	8.125	6.75	-0.007	-0.004	-0.004
Si	-19.01	10.837	6.749	0	0.001	-0.001
Si	-16.302	-2.783	6.784	0.007	-0.012	0.005
Si	-13.574	-0.033	6.797	-0.005	0.003	-0.002
Si	-10.85	2.716	6.829	-0.003	-0.002	-0.005
Si	-13.559	5.406	6.769	0.002	-0.013	-0.013
Si	-10.854	8.133	6.823	0.002	-0.002	-0.001
Si	-13.571	10.856	6.767	-0.011	-0.006	-0.005
Si	-10.855	-2.717	6.799	-0.017	0.008	-0.009
Si	-8.135	0.01	6.81	0.002	-0.003	-0.005
Si	-5.415	2.751	6.827	0.002	0.001	-0.004
Si	-8.122	5.465	6.828	-0.003	0.001	0
Si	-5.409	8.2	6.841	-0.004	0.003	0.001
Si	-8.123	10.891	6.828	-0.004	-0.004	-0.007
Si	-5.415	-2.706	6.842	0.004	-0.002	0
Si	-2.708	0.043	6.837	-0.001	0.001	0.001
Si	0.023	2.784	6.83	0.006	0.012	-0.002
Si	-2.681	5.49	6.806	0.005	0.005	-0.007
Si	0.032	8.214	6.793	0.006	-0.003	-0.009
Si	-2.702	-5.396	6.807	0	0.005	-0.007
Si	0.008	-2.666	6.819	-0.005	0.001	-0.001
Si	1.377	1.409	8.174	-0.01	-0.002	-0.002
Si	4.097	4.134	8.159	-0.009	0.005	-0.002
Si	1.384	6.854	8.162	0.011	0	-0.007
Si	4.093	-6.75	8.157	-0.008	0.003	-0.001
Si	1.376	-4.039	8.157	-0.001	-0.003	-0.006
Si	4.083	-1.309	8.144	-0.009	-0.007	-0.008
Si	6.805	1.411	8.134	0.008	0.008	-0.007
Si	9.508	4.117	8.146	-0.006	-0.008	-0.007
Si	6.8	6.859	8.15	0.005	-0.003	-0.006
Si	9.508	9.562	8.15	0.007	0.004	-0.004
Si	6.808	-4.041	8.139	-0.005	-0.002	-0.002
Si	9.523	-1.333	8.135	0	0.002	-0.008
Si	12.239	1.377	8.163	-0.001	0.004	-0.011
Si	14.944	4.078	8.166	0.009	0.013	-0.017
Si	12.211	6.821	8.157	-0.009	-0.01	-0.007
Si	14.915	9.527	8.185	-0.007	-0.013	-0.006
Si	12.222	-4.056	8.16	-0.004	-0.003	-0.002
Si	14.944	-1.36	8.183	0.001	0	-0.001
Si	17.647	1.36	8.196	0.004	-0.01	-0.007
Si	20.348	4.063	8.226	-0.001	-0.009	0
Si	17.631	6.801	8.215	-0.005	0.001	-0.004
Si	20.347	9.515	8.213	0.005	0.002	-0.006
Si	17.647	-4.073	8.2	0.001	0.01	-0.003
Si	20.365	-1.378	8.225	-0.01	0.003	0.001
Si	23.089	1.334	8.206	-0.007	0.004	-0.009
Si	25.8	4.046	8.212	0.002	-0.008	-0.002
Si	23.06	6.798	8.223	-0.006	-0.003	-0.003
Si	25.784	9.518	8.227	-0.005	-0.01	0.002
Si	23.064	-4.065	8.223	0.011	0.006	-0.004
Si	25.804	-1.358	8.211	0.024	0.014	0.003
Si	28.533	1.346	8.172	0.012	0.006	-0.004
Si	31.258	4.053	8.143	0.006	0.007	-0.003
Si	28.529	6.784	8.183	-0.006	0	-0.003
Si	31.254	9.519	8.142	0.001	0.006	-0.009
Si	28.514	-4.073	8.185	-0.007	-0.011	-0.004
Si	31.252	-1.384	8.15	-0.015	-0.004	0.002
Si	33.974	1.342	8.109	-0.008	-0.005	-0.002
Si	-28.58	4.067	8.088	-0.001	-0.004	0
Si	33.998	6.778	8.122	0.005	0.006	0.005
Si	-28.575	9.512	8.077	0.01	0.005	-0.002
Si	33.966	-4.08	8.114	-0.002	-0.005	-0.002
Si	-28.592	-1.369	8.076	-0.01	-0.01	-0.003
Si	-25.849	1.358	8.078	0.014	0.01	-0.001
Si	-23.118	4.062	8.064	-0.007	-0.005	0
Si	-25.853	6.785	8.069	0.002	0.006	-0.005
Si	-23.12	9.512	8.077	0.004	0	-0.006
Si	-25.851	-4.096	8.07	0.006	0.008	-0.002
Si	-23.117	-1.384	8.079	0.003	-0.008	-0.005
Si	-20.374	1.332	8.07	0.004	0.004	-0.014
Si	-17.641	4.062	8.101	0.004	0.01	-0.011
Si	-20.384	6.777	8.092	-0.007	-0.007	-0.006
Si	-17.652	9.487	8.117	-0.009	-0.002	-0.003
Si	-20.385	-4.107	8.093	0.004	0.002	-0.001
Si	-17.658	-1.385	8.111	0.009	-0.007	-0.002
Si	-14.928	1.339	8.146	0.006	0.003	0.007
Si	-12.216	4.074	8.172	-0.011	0.003	0.007
Si	-14.927	6.778	8.121	0.002	0.008	-0.006
Si	-12.214	9.515	8.154	0.009	-0.001	-0.003
Si	-14.929	-4.118	8.144	-0.005	0	0.001
Si	-12.207	-1.366	8.167	0.005	0.002	0
Si	-9.484	1.365	8.183	0.004	0.006	0.004
Si	-6.77	4.105	8.192	-0.002	0.002	0.001
Si	-9.493	6.798	8.196	-0.009	-0.003	-0.001
Si	-6.769	9.549	8.204	0.013	0.001	0
Si	-9.498	-4.071	8.17	0.006	-0.007	-0.003
Si	-6.784	-1.343	8.185	-0.008	-0.002	0.001
Si	-4.068	1.394	8.199	0	0.002	0.002
Si	-1.338	4.136	8.188	0.003	-0.006	-0.005
Si	-4.047	6.833	8.184	-0.002	0.001	-0.003
Si	-1.336	-6.756	8.163	-0.005	-0.007	-0.007
Si	-4.051	-4.054	8.196	0.003	-0.001	0
Si	-1.346	-1.316	8.192	-0.002	-0.001	0.001
Si	0.019	0.046	9.541	0.009	0.004	-0.003
Si	2.737	2.771	9.526	0	-0.004	-0.003
Si	0.027	5.495	9.538	-0.003	0.004	-0.006
Si	2.734	-8.106	9.528	0.003	0	0.002
Si	0.016	-5.394	9.531	0.004	-0.004	0
Si	2.728	-2.672	9.516	-0.009	0.002	-0.002
Si	5.449	0.043	9.503	0.002	0.002	-0.005
Si	8.154	2.756	9.51	0.001	0.004	0.003
Si	5.452	5.491	9.521	0	0	0.001
Si	8.156	8.203	9.521	0	0.002	0.001
Si	5.451	-5.394	9.516	0	-0.009	0.002
Si	8.16	-2.686	9.505	0.002	-0.005	-0.001
Si	10.873	0.016	9.512	0.008	0.002	0.001
Si	13.587	2.729	9.531	0.001	-0.006	0
Si	10.863	5.462	9.52	0.005	0.008	0.003
Si	13.561	8.166	9.534	-0.008	0.008	-0.002
Si	10.864	-5.414	9.521	-0.002	-0.002	0.006
Si	13.575	-2.711	9.533	0.001	-0.001	-0.002
Si	16.293	-0.003	9.547	-0.002	0.002	0.001
Si	18.999	2.704	9.572	-0.004	0.011	0.001
Si	16.281	5.429	9.552	0.005	0.003	0.004
Si	18.997	8.154	9.565	-0.002	-0.002	-0.001
Si	16.284	-5.44	9.542	0.008	0.001	-0.005
Si	19.003	-2.733	9.57	0.009	-0.006	-0.003
Si	21.731	-0.018	9.567	0.003	-0.017	-0.001
Si	24.445	2.692	9.566	0.013	0.002	-0.002
Si	21.715	5.426	9.57	-0.002	0.006	0.001
Si	24.434	8.145	9.572	0.011	0	0
Si	21.716	-5.449	9.564	-0.002	-0.005	-0.005
Si	24.446	-2.723	9.563	-0.009	0.002	-0.005
Si	27.181	-0.005	9.548	-0.001	-0.009	0.001
Si	29.902	2.705	9.517	-0.005	0.007	-0.002
Si	27.172	5.42	9.541	0	0.001	0.006
Si	29.904	8.15	9.514	0.003	-0.003	-0.002
Si	27.168	-5.444	9.552	0.003	0.008	0.001
Si	29.895	-2.729	9.528	0.006	-0.003	0
Si	32.617	-0.008	9.488	-0.007	0.007	-0.004
Si	-29.937	2.707	9.458	-0.004	0.004	-0.001
Si	32.628	5.423	9.485	-0.002	-0.007	-0.001
Si	-29.919	8.15	9.461	0.002	-0.009	-0.004
Si	32.62	-5.444	9.491	0.001	0.01	0.002
Si	-29.94	-2.722	9.461	-0.008	0	0
Si	-27.22	-0.004	9.434	-0.001	0.004	-0.009
Si	-24.481	2.715	9.437	0.003	0.006	0.001
Si	-27.211	5.43	9.441	0.003	-0.001	0.001
Si	-24.489	8.148	9.427	0.01	0	-0.002
Si	-27.211	-5.452	9.439	0.003	-0.005	-0.002
Si	-24.488	-2.734	9.436	0.002	-0.002	0.005
Si	-21.748	-0.015	9.435	0	0	0
Si	-19.022	2.701	9.442	-0.01	0	-0.002
Si	-21.76	5.419	9.436	-0.005	0.002	-0.002
Si	-19.03	8.137	9.464	-0.005	0.003	-0.004
Si	-21.761	-5.453	9.448	-0.014	0.002	0.003
Si	-19.03	-2.735	9.461	0.001	0.01	-0.003
Si	-16.303	-0.02	9.484	-0.009	0.004	-0.003
Si	-13.58	2.707	9.516	-0.005	-0.005	-0.003
Si	-16.295	5.424	9.479	-0.001	-0.011	0.002
Si	-13.579	8.148	9.501	0	0.003	-0.004
Si	-16.3	-5.468	9.492	0.006	-0.013	-0.002
Si	-13.575	-2.737	9.502	-0.001	-0.001	-0.005
Si	-10.852	0.001	9.531	-0.005	-0.003	-0.005
Si	-8.132	2.733	9.546	0.004	0.002	-0.007
Si	-10.858	5.432	9.543	0.007	-0.008	-0.005
Si	-8.138	8.177	9.547	-0.012	-0.002	-0.008
Si	-10.858	-5.438	9.522	-0.013	0.005	-0.005
Si	-8.145	-2.705	9.54	-0.003	0.001	-0.004
Si	-5.429	0.023	9.552	0.002	-0.003	-0.003
Si	-2.7	2.763	9.545	0.004	0.01	-0.005
Si	-5.411	5.471	9.548	0.007	-0.007	-0.003
Si	-2.693	8.205	9.538	-0.002	-0.003	-0.002
Si	-5.413	-5.407	9.558	-0.001	0.003	0
Si	-2.702	-2.683	9.553	0.003	-0.003	-0.004
Si	1.37	-1.326	10.895	-0.004	-0.002	0.001
Si	4.09	1.394	10.877	-0.009	0.006	-0.003
Si	1.376	4.123	10.896	0	-0.001	0.002
Si	4.09	-9.472	10.886	-0.01	-0.005	0
Si	1.371	-6.752	10.897	-0.004	-0.006	0
Si	4.086	-4.036	10.878	0.005	0.001	-0.005
Si	6.797	-1.33	10.867	0.001	0.002	-0.002
Si	9.509	1.38	10.865	-0.005	0.005	-0.007
Si	6.803	4.113	10.878	0.005	-0.001	-0.001
Si	9.509	6.829	10.879	-0.001	-0.007	-0.001
Si	6.796	9.559	10.885	0	0.001	0
Si	9.503	-4.053	10.876	0.003	-0.001	-0.001
Si	12.217	-1.347	10.885	-0.003	0.002	-0.001
Si	14.934	1.362	10.895	0.006	-0.004	-0.003
Si	12.222	4.094	10.877	-0.002	0.005	-0.004
Si	14.92	6.801	10.89	-0.007	-0.005	-0.003
Si	12.211	9.532	10.884	0.004	-0.009	-0.003
Si	14.926	-4.077	10.894	-0.01	0.002	-0.002
Si	17.648	-1.362	10.91	0.005	0.007	-0.001
Si	20.371	1.345	10.916	0.007	0.003	0
Si	17.645	4.075	10.912	0.001	-0.008	0.001
Si	20.359	6.791	10.916	-0.005	0.001	-0.002
Si	17.641	9.521	10.906	-0.002	-0.004	-0.001
Si	20.358	-4.097	10.919	-0.01	0.005	0
Si	23.09	-1.375	10.921	0.009	0.002	0.002
Si	25.818	1.343	10.913	0.004	0.005	0.002
Si	23.091	4.064	10.912	-0.002	0.002	-0.002
Si	25.808	6.774	10.901	-0.002	-0.005	0.001
Si	23.08	9.51	10.918	0	-0.001	0
Si	25.805	-4.091	10.909	-0.002	0.003	0.001
Si	28.542	-1.37	10.895	0.002	0.009	0.006
Si	31.266	1.345	10.867	-0.005	-0.009	0.003
Si	28.547	4.062	10.883	0.01	0.002	-0.001
Si	31.27	6.78	10.855	0.009	-0.001	-0.002
Si	28.539	9.499	10.885	-0.004	-0.001	0.005
Si	31.259	-4.1	10.867	-0.014	-0.011	0.001
Si	33.985	-1.368	10.837	-0.005	0.003	-0.005
Si	-28.57	1.354	10.815	-0.006	0.001	0.003
Si	-31.289	4.062	10.839	-0.001	0	0
Si	-28.564	6.784	10.82	0.006	0.008	0.001
Si	-31.285	9.505	10.825	-0.002	0.004	-0.006
Si	-28.571	-4.091	10.805	0.003	0.003	0.002
Si	-25.848	-1.361	10.791	0.004	-0.004	0.001
Si	-23.112	1.356	10.79	-0.001	0.002	0
Si	-25.841	4.078	10.802	0.011	-0.005	0.003
Si	-23.127	6.79	10.785	-0.004	0.002	-0.005
Si	-25.846	9.509	10.795	0.003	0.003	-0.003
Si	-23.123	-4.086	10.803	0.011	0.01	0.004
Si	-20.384	-1.358	10.813	0.003	-0.016	0
Si	-17.668	1.354	10.827	0.01	-0.003	0.003
Si	-20.392	4.064	10.795	-0.005	-0.001	-0.004
Si	-17.665	6.788	10.831	-0.009	0.006	-0.003
Si	-20.399	9.506	10.808	0.003	-0.004	0
Si	-17.662	-4.083	10.828	0	-0.001	0.001
Si	-14.934	-1.366	10.849	0.01	-0.01	-0.004
Si	-12.214	1.362	10.883	-0.002	0.013	-0.002
Si	-14.948	4.073	10.86	0.002	0.01	0
Si	-12.222	6.804	10.885	-0.001	0.002	0.001
Si	-14.936	9.512	10.864	-0.009	0	0.005
Si	-12.214	-4.076	10.88	0.009	-0.008	-0.005
Si	-9.501	-1.351	10.906	-0.002	0.003	0.001
Si	-6.788	1.373	10.921	-0.007	0.016	0.005
Si	-9.495	4.081	10.909	-0.009	-0.006	0.006
Si	-6.778	6.824	10.911	0.002	0.006	0
Si	-9.501	9.536	10.9	0.007	-0.003	0.001
Si	-6.779	-4.049	10.909	0.004	-0.007	0.003
Si	-4.068	-1.332	10.916	-0.001	-0.004	0.002
Si	-1.345	1.399	10.905	-0.001	-0.005	0.003
Si	-4.06	4.111	10.914	-0.001	-0.007	0.005
Si	-1.338	6.847	10.902	0.01	-0.001	-0.003
Si	-4.054	9.556	10.913	0.001	-0.006	0
Si	-1.345	-4.043	10.909	-0.002	0.009	0.003
Si	2.738	0.028	12.248	-0.002	-0.004	-0.001
Si	5.447	2.748	12.24	-0.001	-0.002	0.002
Si	2.734	5.488	12.25	0.008	0.006	-0.002
Si	5.444	-8.117	12.255	0.006	0	0.004
Si	2.729	-5.389	12.255	-0.006	0	0.002
Si	5.444	-2.686	12.246	-0.007	-0.001	0.003
Si	8.157	0.019	12.232	0.003	0.001	0.003
Si	10.865	2.732	12.232	0.007	-0.009	0.001
Si	8.162	5.463	12.243	0	0.003	0.005
Si	10.863	8.177	12.252	0.001	0.007	0.006
Si	8.151	10.912	12.249	0.001	0.001	0.003
Si	10.86	-2.707	12.243	0.001	-0.004	0.004
Si	13.576	0.002	12.248	0.003	0.009	0.003
Si	16.297	2.709	12.259	-0.001	0.008	0.003
Si	13.573	5.443	12.251	0.003	0.006	0.006
Si	16.285	8.155	12.246	0.005	0.004	0.002
Si	13.572	10.877	12.247	-0.008	-0.01	0.002
Si	16.287	-2.725	12.255	0.001	-0.004	0
Si	19.014	-0.016	12.268	-0.002	-0.008	0.005
Si	21.736	2.704	12.265	-0.002	0.005	0.002
Si	19.008	5.429	12.267	0.001	0.004	0.007
Si	21.725	8.142	12.269	0.003	-0.001	0.001
Si	19.004	10.865	12.272	0.008	0.002	0.003
Si	21.729	-2.745	12.263	0.001	-0.001	-0.006
Si	24.455	-0.017	12.265	-0.004	-0.012	0.001
Si	27.188	2.709	12.249	0.002	0.004	0.002
Si	24.457	5.417	12.268	0.007	-0.003	0.005
Si	27.176	8.133	12.243	-0.002	-0.009	0.001
Si	24.449	10.862	12.267	0.006	0.004	0.006
Si	27.173	-2.731	12.247	0.007	-0.003	-0.002
Si	29.907	-0.004	12.24	0.004	0.005	0.002
Si	32.633	2.71	12.215	-0.004	0.008	0
Si	29.913	5.424	12.23	-0.005	0.006	0.002
Si	32.643	8.141	12.196	-0.001	0.005	-0.002
Si	29.908	10.855	12.236	0.009	0.012	0.008
Si	32.623	-2.725	12.203	0.002	0.001	-0.003
Si	35.35	-0.002	12.186	-0.009	-0.005	-0.002
Si	-27.209	2.728	12.166	0.005	0.002	0.004
Si	-29.926	5.428	12.193	-0.009	-0.006	-0.002
Si	-27.195	8.146	12.166	-0.002	-0.001	0.002
Si	-29.925	10.867	12.178	-0.003	-0.005	0.001
Si	-27.204	-2.724	12.153	-0.002	0.007	0.002
Si	-24.489	0.014	12.149	0.016	0.001	0.001
Si	-21.754	2.715	12.162	0.002	-0.001	0.001
Si	-24.48	5.443	12.163	0.004	0.013	0
Si	-21.771	8.142	12.154	-0.015	-0.011	-0.001
Si	-24.488	10.87	12.159	-0.003	-0.009	0.004
Si	-21.76	-2.712	12.154	-0.001	0.007	0.002
Si	-19.029	0.005	12.192	-0.004	0.009	0.007
Si	-16.318	2.712	12.207	-0.007	-0.002	0.007
Si	-19.041	5.422	12.169	-0.007	-0.005	0.002
Si	-16.308	8.151	12.202	0.007	-0.002	0.004
Si	-19.041	10.879	12.163	-0.006	-0.006	0.001
Si	-16.299	-2.719	12.199	0.001	0.004	-0.002
Si	-13.581	-0.004	12.224	0.004	0.003	-0.008
Si	-10.853	2.708	12.259	-0.005	-0.003	0.001
Si	-13.588	5.43	12.228	-0.011	-0.014	0
Si	-10.866	8.173	12.253	-0.004	0.003	0.001
Si	-13.583	10.891	12.231	0.011	0.005	-0.007
Si	-10.865	-2.714	12.258	-0.01	-0.009	-0.003
Si	-8.151	0.006	12.282	-0.008	-0.016	0.004
Si	-5.422	2.74	12.269	0.004	-0.003	-0.002
Si	-8.141	5.454	12.268	0	-0.006	0.002
Si	-5.425	8.2	12.267	0.005	0.001	-0.006
Si	-8.142	10.906	12.258	0	0.008	-0.001
Si	-5.431	-2.688	12.284	-0.005	0.005	-0.003
Si	-2.705	0.033	12.269	0.003	0.006	-0.002
Si	0.018	2.758	12.262	0.003	0.007	0.003
Si	-2.697	5.481	12.263	0.003	0.011	0
Si	0.005	8.216	12.267	-0.006	-0.011	0.003
Si	-2.712	-5.392	12.281	0.001	-0.01	0
Si	0.007	-2.677	12.27	0.001	-0.005	0.003
Si	1.372	1.376	13.61	0.012	-0.008	-0.002
Si	4.095	4.116	13.597	-0.015	0.002	-0.001
Si	1.372	6.85	13.61	-0.003	-0.001	-0.005
Si	4.09	-6.747	13.619	-0.007	-0.002	0
Si	1.368	-4.034	13.627	-0.006	0.004	0.005
Si	4.089	-1.334	13.62	0.006	-0.003	-0.001
Si	6.798	1.369	13.597	-0.006	0.004	0.001
Si	9.519	4.092	13.602	0.002	0.005	-0.001
Si	6.809	-9.493	13.6	0.001	-0.008	0.003
Si	9.51	9.547	13.607	-0.003	0	0.002
Si	6.795	-4.05	13.616	0.003	-0.005	0
Si	9.502	-1.348	13.603	0	0.004	0.003
Si	12.215	1.367	13.594	-0.008	0.004	0.001
Si	14.942	4.079	13.6	0.005	-0.009	0.001
Si	12.22	6.806	13.608	0.001	-0.006	0.004
Si	14.936	9.516	13.604	0.001	-0.002	-0.001
Si	12.21	-4.083	13.594	0.005	-0.002	0.002
Si	14.934	-1.36	13.606	-0.009	0.005	0.005
Si	17.659	1.35	13.618	0.004	0.001	0.007
Si	20.378	4.067	13.613	0.001	0.001	-0.001
Si	17.646	6.799	13.604	-0.01	0.004	-0.002
Si	20.373	9.505	13.622	-0.008	-0.006	0.001
Si	17.639	-4.091	13.613	-0.005	0.007	0.004
Si	20.375	-1.385	13.612	0.01	-0.011	0.002
Si	23.096	1.341	13.618	0.008	0.001	0.003
Si	25.83	4.057	13.616	-0.002	0.002	0.003
Si	23.086	6.774	13.618	-0.005	0.006	0.002
Si	25.808	9.482	13.604	0.007	0.004	0.004
Si	23.08	-4.105	13.621	-0.007	0.006	0.003
Si	25.812	-1.379	13.614	0	0.007	0.006
Si	28.547	1.353	13.606	-0.002	-0.003	0.002
Si	31.278	4.067	13.588	0.001	-0.002	0.009
Si	28.536	6.765	13.593	0.008	0.003	0.005
Si	31.283	9.479	13.571	0.011	-0.018	0.007
Si	28.532	-4.105	13.583	-0.005	-0.005	0.003
Si	31.271	-1.37	13.582	-0.013	0.003	0.003
Si	34	1.354	13.568	0.005	-0.003	0.006
Si	-28.557	4.081	13.555	-0.002	0.004	0.002
Si	33.993	6.781	13.563	-0.001	-0.001	0.003
Si	-28.559	9.497	13.525	0.004	0.003	0.007
Si	33.988	-4.095	13.537	-0.012	0.008	0
Si	36.723	-1.368	13.523	-0.001	0	0.003
Si	-25.842	1.381	13.523	-0.003	-0.004	0.001
Si	-23.108	4.091	13.516	0.006	-0.012	-0.003
Si	-25.839	6.795	13.539	0.007	-0.006	0.01
Si	-23.132	9.498	13.514	0.013	0.004	0.005
Si	-25.846	-4.08	13.516	0.005	0.003	0.004
Si	-23.114	-1.334	13.5	-0.001	-0.01	-0.005
Si	-20.393	1.378	13.546	0.002	0.001	0.011
Si	-17.694	4.075	13.554	-0.014	0.011	0.002
Si	-20.417	6.781	13.516	0.01	0.009	0
Si	-17.673	9.538	13.529	-0.005	0.005	0.006
Si	-20.404	-4.074	13.513	-0.006	0.013	0
Si	-17.65	-1.346	13.551	0.023	-0.019	0.002
Si	-14.948	1.359	13.569	0.009	-0.008	0
Si	-12.222	4.074	13.592	0.002	0.004	-0.001
Si	-14.956	6.791	13.575	0.006	0	0.004
Si	-12.228	9.543	13.604	-0.008	0.003	0.003
Si	-14.932	-4.048	13.585	0.001	-0.01	0.003
Si	-12.226	-1.347	13.609	0	0.005	0.004
Si	-9.52	1.344	13.653	-0.008	0.019	0.012
Si	-6.786	4.089	13.631	0.008	-0.009	0.008
Si	-9.503	6.822	13.622	-0.009	0.005	0.009
Si	-6.78	9.568	13.631	0.002	-0.006	0.004
Si	-9.494	-4.058	13.625	0.013	-0.009	0.003
Si	-6.792	-1.343	13.659	-0.003	0.003	0.008
Si	-4.071	1.376	13.636	0.002	-0.002	0.004
Si	-1.346	4.114	13.625	0.004	-0.004	0.009
Si	-4.064	6.842	13.618	-0.002	-0.005	0
Si	-1.356	9.573	13.642	0.005	0.003	0.005
Si	-4.077	-4.038	13.656	-0.006	0.002	0.004
Si	-1.358	-1.326	13.644	-0.007	0.005	0.01
Si	0.015	0.028	14.997	0.012	0.005	-0.001
Si	2.749	2.734	14.943	0.001	0.003	-0.001
Si	0.017	5.488	14.968	0	-0.002	0.005
Si	2.72	8.22	14.971	-0.005	0.003	0.004
Si	0	-5.376	14.999	-0.001	-0.007	0.006
Si	2.727	-2.682	14.995	0.003	0.005	0.003
Si	5.466	0.003	14.984	-0.005	0.001	0.009
Si	8.16	2.72	14.949	-0.004	-0.009	0.003
Si	5.459	5.467	14.962	-0.002	-0.001	0.002
Si	8.167	-8.141	14.965	-0.002	0	0.004
Si	5.446	-5.398	15	0	-0.002	0.005
Si	8.152	-2.699	14.984	0.003	0.007	0.008
Si	10.871	0.001	14.957	0.005	0.004	0.003
Si	13.585	2.718	14.944	0.001	0.004	0.001
Si	10.876	5.441	14.975	0.003	-0.004	0.007
Si	13.59	8.156	14.962	0.001	0	0.006
Si	10.856	10.902	14.981	0.006	0.001	0.001
Si	13.581	-2.741	14.942	-0.007	-0.003	0.001
Si	16.298	-0.01	14.97	0.003	-0.007	0.005
Si	19.03	2.707	14.967	0.008	0.007	0.003
Si	16.303	5.433	14.958	0.004	0.004	0.004
Si	19.009	8.148	14.963	0.003	-0.001	0.005
Si	16.29	10.866	14.974	0.003	0.001	0.006
Si	19.016	-2.748	14.959	0.001	0.002	-0.001
Si	21.73	-0.022	14.964	-0.002	-0.002	0
Si	24.475	2.687	14.966	-0.002	-0.004	0.008
Si	21.738	5.41	14.982	-0.006	-0.007	0.002
Si	24.44	8.132	14.974	0.012	0.002	0.004
Si	21.734	10.849	14.992	0.004	0.003	0.008
Si	24.439	-2.74	14.962	0.003	-0.005	0.004
Si	27.173	-0.008	14.956	0.001	0.008	0.001
Si	29.908	2.721	14.958	-0.009	0.002	-0.005
Si	27.183	5.416	14.981	0.006	-0.003	0.006
Si	29.916	8.114	14.929	0	0.002	0.001
Si	27.181	10.839	14.94	-0.002	0.001	-0.002
Si	29.887	-2.731	14.922	-0.004	-0.002	-0.001
Si	32.636	-0.003	14.934	0.004	-0.006	-0.002
Si	35.37	2.717	14.921	-0.006	0.002	-0.005
Si	32.638	5.431	14.949	-0.001	0.012	0.006
Si	35.375	8.134	14.904	0.002	0.001	0.007
Si	32.648	10.852	14.909	0.007	0.01	0.004
Si	35.362	-2.736	14.876	-0.005	0.002	-0.005
Si	38.075	0.013	14.872	-0.004	0.002	0.005
Si	-24.494	2.773	14.876	0.011	0.01	0.003
Si	-27.202	5.454	14.921	-0.004	0.004	-0.001
Si	-24.474	8.143	14.905	0.006	0.002	0.004
Si	-27.201	10.863	14.874	0.001	0.009	-0.005
Si	-24.473	-2.693	14.843	0.006	0.016	0
Si	-21.776	0.031	14.885	-0.012	0.003	0.003
Si	-19.053	2.74	14.943	0.005	-0.007	0.002
Si	-21.751	5.421	14.912	-0.006	-0.002	0.015
Si	-19.055	8.162	14.839	-0.013	0.001	-0.007
Si	-21.779	10.879	14.85	-0.003	-0.008	0
Si	-19.03	-2.715	14.865	-0.013	-0.005	0.004
Si	-16.301	0.016	14.945	-0.005	0.007	0.007
Si	-13.569	2.688	14.938	-0.006	-0.001	0.004
Si	-16.331	5.423	14.916	0.003	-0.003	0.002
Si	-13.6	8.165	14.931	-0.004	0.004	-0.003
Si	-16.315	10.907	14.899	-0.007	0	0.007
Si	-13.602	-2.664	14.981	0.01	0.003	0.001
Si	-10.878	-0.032	15.028	-0.011	-0.024	0.008
Si	-8.136	2.702	14.989	-0.005	-0.002	0.002
Si	-10.872	5.439	14.956	0.004	-0.004	0.006
Si	-8.143	8.206	14.975	0.004	0.001	0
Si	-10.869	10.914	14.971	-0.009	0.002	0
Si	-8.151	-2.71	15.026	-0.001	0	0.004
Si	-5.425	0.016	15.016	0.003	-0.001	0
Si	-2.71	2.741	14.983	-0.007	0	-0.004
Si	-5.417	5.469	14.966	0.002	0.001	-0.007
Si	-2.745	8.228	14.993	-0.01	-0.001	0.007
Si	-5.455	-5.378	15.029	-0.002	0.009	0.005
Si	-2.727	-2.673	15.026	-0.004	-0.006	0
O	1.278	-0.882	23.392	-0.627	-0.103	0.222
O	2.782	-4.395	-5.027	0.316	-0.073	0.117
O	4.558	-3.348	25.485	0.201	-0.425	0.277
O	3.15	0.492	22.551	-0.061	-0.384	-0.321
O	12.473	1.386	-2.385	0.564	-0.38	-0.391
O	2.72	5.485	22.104	-0.078	0.144	0.175
O	4.515	7.255	22.861	0.463	0.365	0.052
O	7.366	-1.291	23.208	0.314	-0.162	0.108
O	0.087	8.198	22.128	-0.06	0.043	0.537
O	5.657	2.853	25.29	-0.474	-0.028	0.201
O	5.487	-2.702	22.148	0.149	-0.158	0.461
O	9.417	1.339	23.342	-0.346	0.21	0.36
O	11.06	2.825	22.136	-0.102	-0.1	0.611
O	7.507	4.535	26.124	0.536	-0.1	0.186
O	8.213	5.469	22.058	0.132	-0.015	0.451
O	9.751	7.292	23.034	0.113	0.38	0.108
O	11.957	-7.181	23.055	-0.193	-0.21	0.115
O	6.778	-7.495	23.104	0	-0.463	-0.09
O	8.133	-5.531	22.11	0.091	-0.117	0.055
O	10.891	-5.634	24.894	-0.113	-0.087	0.342
O	10.505	-0.343	-2.932	0.322	-0.546	-0.419
O	13.019	-1.309	25.224	0.033	0.588	0.032
O	13.622	-0.052	22.233	-0.079	0.011	0.495
O	15.115	1.979	23.059	-0.225	0.442	0.465
O	19.16	-5.377	25.313	0.011	-0.265	0.335
O	13.215	4.278	22.628	0.616	-0.552	0.083
O	17.328	-1.366	23.165	-0.518	-0.257	0.302
O	14.481	6.488	23.15	0.186	-0.012	0.64
O	14.685	-7.286	-5.905	-0.117	-0.144	0.034
O	13.618	-5.41	22.147	-0.156	-0.007	0.454
O	19.113	0.027	22.029	0.078	-0.064	0.355
O	20.971	3.142	25.296	-0.132	0.428	0.173
O	19.017	5.332	22.249	0.18	0.171	0.641
O	22.101	8.042	25.199	-0.118	-0.114	0.509
O	16.276	8.157	22.257	0.308	-0.104	0.459
O	19.806	-4.478	22.959	-0.039	0.284	0.335
O	21.64	-2.823	22.123	0.153	-0.078	0.475
O	27.365	1.994	22.11	0.34	-0.014	-0.513
O	32.238	7.278	-4.628	0.504	0.491	-0.236
O	28.477	3.902	23.251	-0.195	0.473	0.673
O	24.346	5.389	22.319	0.119	0.036	0.471
O	31.135	0.448	25.467	0.085	-0.38	0.641
O	25.854	7.442	23.095	-0.254	0.521	-0.034
O	24.393	-5.589	22.084	-0.15	-0.048	0.255
O	28.311	-7.053	23.076	-0.36	-0.526	0.204
O	-31.826	3.62	22.81	-0.377	-0.163	-0.036
O	29.905	5.464	21.833	0.005	-0.059	-0.064
O	-32.62	7.36	25.072	0.135	-0.147	0.445
O	-31.214	5.38	-4.992	0.06	0.381	-0.365
O	31.504	-3.42	22.884	-0.15	0.069	0.452
O	31.72	5.014	24.274	-0.236	-0.05	0.201
O	-29.985	-0.155	21.973	-0.05	-0.002	0.401
O	-31.562	-2.168	22.615	-0.047	-0.259	0.38
O	-27.189	3.675	22.788	-0.435	0.189	0.048
O	-26.848	-0.001	-6.234	-0.272	0.49	0.123
O	-31.704	-7.396	23.009	-0.468	-0.296	-0.059
O	-28.773	-3.505	23.1	0.486	-0.038	-0.013
O	-27.422	-2.552	25.058	0.182	-0.172	0.188
O	-26.302	-2.152	-4.826	0.148	0.221	0.124
O	-24.412	-0.071	22.159	0.114	-0.175	0.513
O	-22.342	1.434	22.965	-0.025	0.103	0.559
O	-24.789	4.648	23.111	0.544	-0.337	-0.066
O	-30.1	7.873	24.797	-0.026	-0.044	0.266
O	-24.121	-4.981	22.077	-0.185	-0.235	0.32
O	-21.043	-6.463	25.853	0.168	0.649	0.495
O	-23.151	-4.56	-6.828	0.377	-0.227	-0.121
O	-20.34	-5.519	-4.016	0.252	-0.156	-0.36
O	-20.293	-1.286	23.053	0.068	0.559	0.124
O	-17.361	2.468	22.986	0.423	0.394	0.08
O	-20.922	3.62	22.713	-0.589	0.35	0.423
O	-19.134	5.425	22.014	-0.189	-0.046	0.052
O	-17.335	6.788	23.193	0.178	0.436	-0.03
O	-20.333	-6.282	23.182	0.129	0.524	0.126
O	-18.091	-4.51	22.863	0.067	-0.479	0.026
O	-11.45	-7.4	25.895	0.294	-0.104	-0.59
O	-16.361	-2.725	22.109	0.232	-0.063	0.189
O	-7.461	-6.899	-5.732	0.654	0.396	0.071
O	-3.374	-3.787	-5.519	-0.116	-0.18	-0.486
O	-14.666	4.033	23.251	-0.199	-0.547	0.173
O	-13.327	5.817	22.068	-0.257	-0.189	0.491
O	-11.313	7.82	22.063	-0.127	-0.1	0.496
O	-18.179	0.074	-3.579	-0.075	-0.048	-0.226
O	-18.012	6.268	25.739	-0.028	-0.656	0.432
O	-12.709	0.974	22.983	0.144	0.181	0.415
O	-7.443	-8.028	-3.314	0.074	0.328	-0.497
O	-6.853	1.454	23.33	0.125	0.396	0.428
O	-9.263	-5.053	-5.872	-0.582	0.138	0.103
O	-12.513	-0.835	-5.668	-0.165	-0.131	0.05
O	-4.262	6.152	-5.87	0.201	0.086	0.317
O	-6.783	6.808	-1.472	-0.566	0.08	-0.241
O	-6.109	-3.595	23.159	0.553	0.271	0.108
O	-4.155	-1.342	23.382	-0.315	-0.178	-0.084
O	-2.572	0.191	22.168	0.273	-0.259	0.284
O	-0.882	1.956	23.075	-0.144	-0.324	0.34
O	-5.328	2.967	22.091	-0.163	0.085	0.184
O	-3.673	4.806	22.95	-0.049	0.109	0.271
O	-6.639	-4.139	-1.571	0.543	-0.101	-0.13
O	-1.7	6.568	23.034	-0.105	0.158	0.287
O	30.144	6.616	25.604	-0.281	0.101	-0.312
O	-3.789	-7.659	25.345	-0.388	-0.059	-0.124
O	-1.379	-4.313	23.404	0.02	-0.453	-0.005
O	3.607	-1.127	24.547	0.252	-0.122	0.065
O	-6.193	-0.177	-3.294	0.428	0.018	-0.717
O	9.532	3.799	-4.888	-0.528	-0.502	-0.126
O	-0.282	-5.379	-3.38	-0.071	0.038	-0.7
O	7.1	-4.03	-2.406	-0.687	0.07	-0.035
O	4.876	3.535	-6.13	0.006	0.285	0.934
O	2.205	-6.634	22.785	0.303	0.401	0.015
O	12.408	-4.094	-2.686	-0.297	0.097	0.467
O	4.633	2.594	22.79	-0.366	0.543	0.187
O	11.788	3.565	-3.599	-0.345	0.295	0.135
O	12.209	-2.248	22.939	0.242	-0.62	-0.154
O	7.459	6.817	24.78	-0.189	-0.266	-0.435
O	10.949	8.104	25.225	0.017	0.108	0.501
O	12.267	-0.622	-5.45	0.256	0.319	0.002
O	30.356	-4.998	-3.58	0.224	-0.247	-0.176
O	-22.382	1.047	-0.939	-0.164	0.369	0.048
O	-27.936	5.584	-0.938	0.031	-0.22	0.268
O	14.82	-3.714	-1.605	0.305	0.012	-0.413
O	17.286	3.493	22.978	0.219	-0.093	0.376
O	12.214	-3.252	-5.142	-0.351	0.108	-0.671
O	13.746	4.86	25.119	0.65	-0.155	0
O	-4.255	-6.345	-1.351	-0.333	0.381	-0.148
O	16.356	6.559	-5.13	-0.231	0.089	0.257
O	10.988	5.316	-0.35	-0.255	0.134	-0.551
O	25.357	3.314	-3.069	0.539	0.07	-0.134
O	1.991	-3.952	25.315	-0.228	0.737	-0.132
O	25.129	1.006	23.104	-0.813	-0.186	-0.008
O	-11.877	-2.702	25.379	-0.154	-0.107	0.735
O	1.058	-6.441	25.086	-0.419	-0.455	0.117
O	23.657	1.978	-5.534	-0.486	0.548	-0.078
O	27.455	-2.757	-4.074	0.273	0.063	-0.177
O	21.739	0.284	-4.613	0.079	0.197	0.185
O	23.868	4.558	-1.344	-0.024	0.02	-0.123
O	14.366	3.112	-3.402	0.432	0.214	0.162
O	30.042	6.84	-0.855	-0.306	-0.085	-0.043
O	20.878	-1.059	24.825	-0.253	0.037	-0.27
O	20.436	-6.924	23.655	0.019	-0.106	-0.086
O	-17.218	6.953	-4.15	0.157	0.082	-0.278
O	23.091	-1.107	23.307	0.517	0.206	0.204
O	24.076	-0.59	-5.316	0.338	-0.18	0.183
O	30.612	-3.76	-1.254	-0.148	0.218	-0.103
O	-31.888	-1.287	-1.419	-0.371	0.165	-0.007
O	29.961	-0.234	21.977	0.163	0.106	0.272
O	25.334	-2.804	-5.761	0.282	-0.179	-0.206
O	26.223	1.233	-6.002	-0.182	-0.557	0.242
O	5.361	8.161	25.178	-0.228	0.141	0.659
O	-23.269	-7.293	-5.798	-0.163	0.113	-0.085
O	-26.468	-0.214	24.623	-0.509	0.171	-0.133
O	18.165	3.78	-1.181	-0.055	0.123	-0.363
O	29.482	-3.419	24.682	0.149	0.071	-0.45
O	-19.656	-3.277	24.615	-0.395	-0.292	0.2
O	1.151	-2.349	-5.626	0.12	0.276	-0.692
O	15.242	1.049	-1.686	-0.638	0.043	-0.135
O	1.539	1.1	-5.811	0.113	-0.066	0.016
O	18.648	-2.939	-3.457	-0.171	-0.025	-0.272
O	-17.48	-4.134	-1.766	-0.088	-0.258	-0.102
O	28.273	2.02	-4.69	0.263	0.696	-0.109
O	-31.535	-5.423	-6.318	-0.447	0.085	0.49
O	18.634	-5.589	-3.539	0.064	-0.316	0.333
O	25.012	-3.868	-1.078	0.019	0.131	-0.384
O	3.506	-3.662	-1.372	0.17	-0.352	-0.492
O	6.406	-0.056	-0.986	0.466	0.516	-0.141
O	-23.652	6.944	23.02	-0.269	0.306	0.116
O	20.61	1.93	22.991	-0.352	-0.01	0.277
O	-13.676	-7.785	-5.839	-0.731	0.123	0.123
O	-19.649	1.289	22.674	-0.171	-0.471	0.11
O	12.931	-2.172	-0.944	0.371	-0.297	0.033
O	12.841	-7.171	-1.221	0.331	0.105	-0.096
O	-25.383	-7.324	25.894	-0.032	0.075	0.374
O	-21.054	-1.207	-1.253	0.01	-0.374	-0.463
O	6.013	-1.095	25.535	0.117	-0.054	0.428
O	-24.566	-7.391	-0.877	0.387	0.311	0.104
O	20.167	-1.478	-5.936	0.359	-0.238	0.286
O	28.849	-0.873	25.206	-0.333	0.009	0.388
O	-31.593	-7.267	-1.513	-0.089	0.113	-0.35
O	-6.702	6.938	-6.442	-0.05	0.06	-0.407
O	32.411	-5.411	-0.368	0.065	-0.027	-0.35
O	-11.106	-0.529	-3.467	0.352	-0.131	-0.456
O	-19.5	8.123	24.77	0.057	-0.152	-0.741
O	-10.908	5.659	-6.364	-0.316	-0.38	0.096
O	-24.896	-2.238	25.282	0.404	0.297	0.05
O	-21.865	-3.517	-3.217	0.051	0.246	0.007
O	-25.225	-4.792	25.305	-0.145	-0.052	-0.05
O	-22.042	-2.956	22.057	-0.094	0.067	0.581
O	8.677	-4.538	25.733	-0.119	0.38	0.229
O	-15.21	1.288	23.734	-0.234	0.26	-0.247
O	-30.049	-2.732	-0.337	0.189	0.027	-0.472
O	-13.69	4.286	25.748	0.326	-0.237	-0.037
O	-25.619	-6.594	23.347	-0.178	-0.306	0.31
O	-16.425	4.629	-3.351	-0.011	-0.227	-0.159
O	1.978	4.3	-3.87	0.491	0.034	-0.103
O	6.334	4.566	-1.282	-0.22	0.64	-0.16
O	18.645	-1.536	-1.241	0.552	-0.234	-0.011
O	-23.153	-4.67	-1.33	0.408	-0.402	-0.022
O	29.913	-2.442	-3.411	0.111	0.064	-0.604
O	-17.169	6.421	-1.518	0.554	-0.136	-0.029
O	-19.982	3.607	-1.338	0.339	-0.461	-0.045
O	9.601	7.085	-1.523	-0.478	0.3	-0.211
O	23.301	-1.869	-1.349	-0.057	0.301	-0.561
O	6.528	2.875	-3.298	-0.151	0.096	-0.136
O	-20.327	0.959	-2.507	-0.03	-0.053	-0.058
O	-0.458	-2.788	-3.579	0.087	0.067	0.04
O	-2.059	-2.65	25.38	-0.145	0.341	-0.172
O	-17.978	1.478	-1.335	0.17	0.494	-0.042
O	-2.773	-8.097	-0.105	-0.142	0.076	0.004
O	-6.258	1.048	-1.043	-0.022	0.209	0.132
O	-9.135	6.302	24.823	-0.404	0.719	0.066
O	-2.82	-5.236	25.309	0.054	-0.177	0.453
O	-29.558	7.589	-1.12	-0.019	0.21	0.239
O	-7.229	4.528	24.957	0.167	-0.484	-0.341
O	19.336	3.574	-3.459	-0.017	-0.079	-0.056
O	0.89	3.874	22.998	0.209	0.268	0.25
O	-17.667	-1.292	-5.804	-0.065	-0.392	-0.141
O	1.408	-6.435	-5.813	-0.011	-0.151	0.179
O	0.004	0.083	-0.454	-0.124	-0.145	-0.606
O	-9.066	-7.276	-1.291	0.136	-0.406	-0.058
O	-10.893	-0.337	25.409	0.519	0.171	-0.109
O	4.014	-6.666	-5.315	-0.108	-0.175	-0.556
O	14.478	7.071	-1.299	0.28	-0.312	-0.322
O	15.667	-0.743	25.04	0.031	0.14	-0.305
O	31.787	1.108	-1.515	0.161	-0.136	-0.001
O	-26.425	-5.618	-1.108	0.252	0.166	-0.01
O	-20.718	5.223	-7.079	0.301	-0.286	-0.226
O	-26.217	6.042	-5.869	0.465	-0.356	0.145
O	22.354	-6.49	-3.538	0.265	-0.108	-0.131
O	31.614	2.206	-3.976	0.132	-0.128	-0.346
O	-3.626	-6.408	23.047	0.295	0.065	0.021
O	-12.015	2.657	-5.568	0.369	-0.005	0.797
O	3.789	-2.279	-6.098	0.19	0.751	0.238
O	21.048	5.524	-4.096	-0.247	0.009	0.495
O	0.363	2.765	25.282	-0.418	0.183	0.587
O	2.207	-6.371	-3.365	0.402	-0.064	0.378
O	20.368	3.689	-5.832	0.609	0.174	-0.003
O	8.13	0.707	-3.603	0.446	0.377	0.209
O	-13.149	-6.901	-3.364	0.369	0.11	0.363
O	-7.788	-6.897	25.042	0.102	-0.509	-0.324
O	-9.792	-6.997	23.323	-0.343	-0.09	0.521
O	-10.327	-1.222	-1.007	-0.66	-0.059	-0.183
O	30.472	-7.061	-5.206	0.161	0.129	-0.217
O	-18.969	5.311	-3.091	-0.326	0.396	-0.119
O	25.561	3.704	-6.331	-0.448	0.473	0.123
O	7.277	-6.582	-1.465	-0.014	-0.36	-0.274
O	28.475	-0.395	-3.828	0.077	0.044	-0.417
O	2.321	1.087	25.028	0.439	-0.219	0.187
O	-22.785	4.454	-5.64	-0.292	0.399	0.349
O	-8.167	0.864	25.503	-0.313	0.198	-0.163
O	10.07	6.222	-4.013	0.122	0.061	-0.26
O	-13.378	2.582	-0.473	-0.108	0.165	-0.258
O	23.243	-5.062	-5.417	0.074	0.426	-0.375
O	16.65	5.79	25.997	0.418	0.254	-0.511
O	9.627	-0.648	-5.289	-0.421	-0.41	-0.348
O	3.023	6.648	-4.172	-0.168	0.558	0.01
O	-29.761	3.735	-3.493	0.504	-0.234	-0.115
O	-13.523	-0.071	25.225	-0.264	-0.515	0.229
O	-23.175	2.317	-4.062	-0.121	0.395	0.144
O	22.9	6.63	-5.745	0.286	0.011	0.147
O	0.037	-2.651	22.097	0.204	0.021	-0.035
O	14.253	5.214	-5.971	-0.285	0.242	0.328
O	-21.624	-1.7	25.267	-0.374	0.187	-0.28
O	8.102	2.873	-0.324	-0.158	0.009	-0.372
O	-1.607	4.476	-5.54	-0.324	-0.189	-0.523
O	30.25	2.899	-0.506	0.137	0.421	0.371
O	16.141	-6.323	-3.985	-0.052	0.13	0.562
O	-15.685	-5.561	24.603	-0.236	0.043	-0.459
O	-5.442	8.172	22.191	-0.13	-0.209	0.078
O	8.344	0.048	25.289	-0.138	0.191	0.885
O	5.34	-5.301	-0.383	0.074	0.142	-0.086
O	2.785	-2.27	-3.6	0.243	0.103	-0.115
O	27.843	7.185	-2.352	0.009	-0.381	-0.157
O	10.995	1.658	-5.259	-0.086	0.006	0.064
O	-31.405	3.872	-1.437	0.016	0.092	-0.423
O	20.919	6.919	23.116	0.271	-0.419	0.148
O	-14.564	2.265	-5.281	-0.273	0.096	-0.234
O	-27.707	7.769	-4.57	0.451	0.189	-0.038
O	13.638	-5.414	-4.496	0.262	0.238	-0.394
O	-11.913	1.955	25.708	-0.12	0.267	-0.628
O	16.353	5.468	-0.365	-0.099	-0.057	-0.396
O	1.772	-1.674	-1.271	-0.07	-0.058	-0.498
O	-6.174	6.048	-4.006	-0.13	-0.421	0.366
O	23.247	-1.133	25.963	-0.276	-0.486	0.236
O	29.333	1.496	23.978	0.52	0.039	-0.153
O	-26.392	2.317	24.835	0.37	0.604	0.35
O	29.389	-4.941	-6.078	-0.418	0.456	0.025
O	8.507	-5.793	-3.646	0.048	0.074	-0.047
O	-14.954	-6.448	-1.381	-0.564	-0.15	-0.12
O	-24.323	0.132	-5.012	-0.365	-0.075	0.198
O	-25.898	6.952	-1.757	-0.417	0.161	0.143
O	-25.41	6.489	24.905	-0.086	-0.087	0.278
O	22.848	-7.558	-1.199	0.249	-0.366	-0.173
O	-31.696	-4.332	24.218	0.462	-0.203	-0.276
O	25.052	-2.375	-3.208	-0.074	0.677	-0.224
O	-21.632	5.319	-0.349	-0.097	0.134	-0.486
O	18.74	5.706	-5.099	-0.001	-0.1	-0.254
O	14.419	-2.082	-5.932	0.317	0.293	0.445
O	28.015	3.932	-1.216	-0.406	0.441	-0.273
O	28.759	0.406	-6.679	0.02	-0.177	0.421
O	-2.86	2.979	-3.626	-0.396	0.136	-0.181
O	32.274	5.479	-0.262	0.079	0.067	-0.519
O	19.426	-3.828	-7.064	0.416	-0.203	0.235
O	19.431	-0.455	-3.64	0.144	0.309	0.287
O	-15.448	2.17	-2.891	-0.005	-0.113	0.514
O	24.759	-4.167	25.602	-0.537	0.12	-0.353
O	-32.585	-2.051	24.977	-0.472	0.065	0.335
O	1.123	4.028	-1.423	-0.311	0.352	-0.089
O	-9.222	7.594	-6.118	0.013	-0.008	0.399
O	-1.166	6.792	-1.436	0.184	-0.605	-0.212
O	21.684	0.04	-0.56	-0.168	0.171	-0.341
O	-16.116	3.294	25.204	-0.462	0.054	0.611
O	-6.135	4.34	-6.02	0.524	-0.18	0.258
O	24.658	2.62	25.311	-0.506	0.179	-0.315
O	15.427	-3.769	23.071	-0.052	0.168	0.166
O	-27.299	-0.07	-3.611	-0.44	0.001	0.07
O	-9.74	4.637	-1.457	0.266	-0.014	-0.439
O	20.439	-7.866	-2.531	-0.089	0.206	-0.111
O	-4.05	1.103	-2.415	-0.028	-0.101	-0.263
O	-22.078	0.052	-6.448	0.205	-0.162	-0.04
O	-16.186	-0.201	-0.51	-0.001	0.047	-0.442
O	1.099	1.902	-3.284	0.071	-0.323	0.229
O	25.023	1.788	-0.98	-0.437	0.228	-0.141
O	32.432	-0.352	-3.594	-0.071	-0.237	-0.662
O	-21.185	2.411	-5.877	0.403	0.142	-0.159
O	22.814	-7.542	22.835	0.451	0.046	0.057
O	-25.045	0.965	-2.668	0.166	0.377	0.097
O	2.769	2.796	-0.022	0.098	0.108	0.038
O	-25.488	-4.468	-5.635	-0.316	-0.495	0.069
O	32.041	4.818	-3.57	0.031	-0.064	0.27
O	28.033	3.827	26.089	0.258	-0.004	-0.414
O	-7.105	6.4	23.103	0.331	-0.027	0.221
O	9.584	-3.756	-1.564	0.705	-0.172	-0.545
O	22.464	1.07	24.623	0.43	0.043	0.493
O	-11.645	6.394	-1.175	0.097	0.055	-0.327
O	-1.64	6.606	-3.993	-0.509	-0.333	0.35
O	0.141	-7.974	-3.099	0.556	-0.305	-0.423
O	-20.515	-6.595	-1.61	-0.092	0.489	-0.033
O	-12.407	-3.557	-1.276	0.001	-0.038	-0.409
O	0.001	-0.365	-4.302	-0.182	-0.075	0.259
O	-19.081	-2.685	-0.433	0.003	0.063	-0.389
O	-28.273	7.197	23.005	0.158	0.132	-0.016
O	-15.704	-5.382	-6.237	0.395	0.244	0.18
O	-9.828	1.256	-6.099	0.063	0.197	0.446
O	-15.56	4.021	-0.998	-0.635	0.459	-0.027
O	-13.81	-5.589	22.012	0.116	0.04	0.093
O	19.898	1.836	-1.437	0.126	0.053	-0.436
O	-18.703	-5.645	25.1	0.547	-0.123	0.834
O	-14.424	-3.301	24.934	-0.104	0.801	0.014
O	6.632	1.615	-5.586	0.131	-0.323	-0.268
O	-26.014	-2.056	22.847	-0.335	-0.642	-0.102
O	5.406	7.798	-4.123	0.502	-0.221	-0.255
O	29.175	-5.982	25.373	0.383	-0.508	0.486
O	-29.689	-3.892	-5.242	0.51	-0.032	0.183
O	0.785	-6.289	-1.166	-0.05	0.364	-0.078
O	5.554	0.448	-3.465	-0.407	-0.259	-0.481
O	-28.258	1.366	23.114	-0.032	-0.283	0.208
O	17.632	-5.391	-5.925	-0.07	0.094	0.064
O	17.279	-3.637	24.91	0.292	0.246	-0.051
O	-28.017	-6.577	-2.955	-0.022	-0.53	0.219
O	26.926	0.069	-0.284	0.039	0.342	-0.103
O	-8.113	2.79	-0.456	0.09	0.046	-0.493
O	-4.884	-2.911	25.308	0.018	-0.24	0.397
O	9.978	1.718	-1.441	-0.242	0.214	-0.577
O	10.943	-5.415	-4.584	-0.011	0.322	-0.498
O	9.66	-3.887	23.29	0.35	0.461	0.01
O	-0.535	3.951	-3.286	-0.246	0.561	0.262
O	5.183	5.219	-3.536	-0.3	-0.208	-0.129
O	18.314	-0.723	25.565	-0.177	-0.014	0.619
O	20.876	-4.366	-4.111	-0.155	0.168	-0.479
O	18.177	-7.259	-1.275	0.095	0.027	-0.435
O	16.378	3.07	-5.415	0.367	0.215	0.197
O	-11.181	1.147	-1.412	0.383	0.152	-0.047
O	19.454	6.825	-0.821	-0.168	-0.257	-0.095
O	32.328	-3.078	-3.129	0.562	-0.384	-0.403
O	-0.467	-4.521	25.985	0.031	-0.035	0.297
O	31.512	-4.809	25.665	0.106	-0.041	0.199
O	31.954	1.116	23.014	0.45	-0.036	-0.095
O	-10.815	-5.469	-0.469	0.283	0.214	-0.339
O	-31.794	-6.596	25.527	-0.053	-0.142	0.374
O	-1.458	4.264	24.236	-0.054	-0.057	0.249
O	-9.654	6.988	-2.787	0.342	-0.093	-0.055
O	-9.444	-6.719	-3.851	-0.528	0.045	-0.37
O	-19.299	-3.155	-3.564	-0.184	0.374	-0.053
O	-0.808	-4.013	-1.251	0.329	-0.275	-0.079
O	2.653	-7.961	-0.442	-0.239	-0.084	-0.489
O	-24.335	2.625	-0.243	0.114	-0.052	-0.584
O	12.94	3.696	-1.219	0.707	-0.134	0.12
O	23.416	-7.328	-6.851	-0.242	0.074	-0.012
O	-22.62	-0.139	-3.159	0.148	-0.557	-0.192
O	4.251	1.309	-1.359	-0.109	0.474	-0.743
O	26.883	5.649	0.071	0.008	-0.076	-0.052
O	-1.771	6.782	-6.6	0.475	0.479	-0.219
O	19.624	1.108	-5.843	-0.096	-0.042	0.268
O	-15.489	-7.42	22.754	-0.547	-0.49	-0.102
O	-29.825	3.306	-6.086	-0.197	-0.673	0.138
O	7.791	5.155	-3.411	0.036	0.478	0.072
O	-31.581	6.566	-2.571	0.189	-0.494	0.171
O	-2.394	-7.511	-2.816	0.297	0.279	-0.047
O	-7.294	1.924	-6.254	0.654	-0.202	-0.044
O	6.966	3.533	23.137	0.351	0.233	0.431
O	-1.713	1.806	-1.442	0.157	-0.088	-0.467
O	25.894	-4.786	-3.893	0.041	-0.022	0.398
O	17.576	1.72	-2.729	0.064	0.146	-0.384
O	25.591	7.682	-0.955	-0.668	0.44	0.045
O	-29.216	-4.238	25.644	0.288	-0.627	-0.046
O	16.66	-0.143	-0.134	0.023	-0.047	0.008
O	-23.27	6.813	-1.522	0.332	-0.112	-0.543
O	28.791	1.571	-2.153	0.271	-0.376	0.422
O	10.99	-5.502	-0.359	-0.199	-0.105	-0.407
O	-8.773	0.056	-2.623	0.131	0.274	0.214
O	25.588	-3.558	23.113	-0.269	0.637	0.06
O	-6.164	-0.624	24.853	-0.128	-0.201	0.21
O	7.84	-2.197	-0.681	0.26	-0.159	0.327
O	-14.441	-1.057	22.954	0.3	-0.393	0.381
O	3.638	-5.872	24.85	0.394	-0.188	0.195
O	-29.935	-1.813	24.839	0.233	-0.012	-0.046
O	-15.626	-6.499	-3.862	0.014	-0.44	-0.044
O	21.674	5.542	-0.325	-0.107	-0.147	-0.435
O	-8.945	4.521	22.913	-0.01	0.119	0.091
O	16.374	-5.512	-0.535	0.08	-0.13	-0.484
O	9.732	5.737	25.226	0.173	-0.528	0.046
O	-12.732	-5.162	25.556	0.341	0.075	0.42
O	21.729	-5.478	-0.249	0.222	0.211	-0.369
O	-3.702	-0.795	26.025	-0.263	0.415	0.378
O	22.701	3.449	23.252	0.099	0.133	0.496
O	28.209	-1.976	22.914	-0.753	-0.343	-0.08
O	-20.775	2.298	24.898	0.112	0.387	0.112
O	-14.619	-2.181	-1.364	0.003	-0.233	-0.417
O	25.595	6.017	-2.923	0.016	-0.073	-0.438
O	-13.836	4.299	-2.841	0.349	-0.278	0.2
O	-8.327	-0.594	23.204	-0.087	-0.244	-0.145
O	-7.843	-5.446	22.772	0.163	-0.226	-0.146
O	-17.359	1.004	25.2	0.24	-0.316	0.057
O	2.853	3.604	25.736	0.139	0.017	-0.124
O	-0.839	2.001	-5.045	-0.244	-0.107	-0.651
O	-8.024	-0.388	-5.134	0.135	-0.42	-0.21
O	27.178	-7.82	25.216	0.432	0.001	0.469
O	10.417	-7.597	-3.365	0.204	0.07	0.365
O	-11.481	5.186	-3.447	0.286	-0.432	-0.263
O	6.615	-6.758	-5.902	-0.3	-0.133	-0.232
O	-26.877	-4.303	-3.418	-0.04	0.275	-0.131
O	27.056	-5.44	-0.369	-0.158	-0.103	-0.415
O	-17.106	-3.481	25.11	-0.154	0.711	0.274
O	-5.239	-3.528	-3.692	-0.039	0.199	-0.152
O	-28.691	5.649	25.113	0.535	-0.089	0.1
O	-22.99	5.413	25.023	0.237	-0.415	0.04
O	2.803	7.932	24.725	-0.403	-0.144	0.653
O	-21.119	3.923	-3.711	-0.351	0.191	0.257
O	-24.437	-2.748	-0.274	0.058	0.23	-0.251
O	16.098	3.24	25.264	-0.317	0.002	0.239
O	15.525	-5.665	24.928	-0.045	-0.1	-0.104
O	19.921	-4.24	-1.595	0.081	0.344	-0.014
O	26.405	0.951	-3.078	-0.213	-0.527	-0.037
O	26.821	-5.352	24.469	-0.042	-0.265	0.005
O	-28.798	-1.426	-5.333	0.066	0.225	-0.486
O	28.15	-1.802	-1.592	0.073	-0.181	-0.088
O	4.29	6.929	-1.804	0.02	-0.029	-0.164
O	-27.254	0.9	-1.154	0.188	-0.068	0.046
O	-26.022	-1.257	-1.577	-0.077	-0.187	-0.291
O	-9.479	-4.881	24.825	-0.567	-0.01	-0.001
O	-15.56	5.868	24.912	0.238	0.291	0.417
O	-7.617	-2.334	-3.345	-0.48	-0.254	0.217
O	-18.955	8.017	-0.462	0.04	0.084	-0.257
O	-29.344	2.355	-1.265	-0.068	0.054	-0.134
O	16.91	-0.818	-3.002	-0.265	-0.275	-0.206
O	11.354	-0.144	-0.486	-0.476	0.219	0.347
O	-10.855	2.787	22.255	-0.102	0.143	0.443
O	24.711	7.7	25.488	0.139	-0.201	0.144
O	29.952	-5.355	22.074	0.066	-0.113	0.342
O	-21.708	-8.099	22.038	0.207	-0.041	0.527
O	31.055	7.285	23.128	0.161	0.457	0.15
O	15.424	8.082	25.737	0.028	-0.212	-0.192
O	-28.721	5.471	-5.296	-0.168	0.152	-0.205
O	-13.866	-7.434	24.847	0.116	-0.717	-0.219
O	-13.118	-2.178	-3.485	-0.025	-0.258	-0.602
O	28.036	-6.289	-4.308	-0.041	-0.158	-0.062
O	-5.22	5.356	-0.244	-0.013	-0.019	-0.478
O	-19.488	0.462	-6.374	-0.16	0.101	0.484
O	-3.15	6.11	25.15	-0.421	-0.259	0.046
O	-16.434	-8.026	25.111	-0.048	0.402	0.613
O	28.922	-7.103	-1.109	0.136	0.218	-0.304
O	-17.569	-7.106	-5.489	-0.183	0.004	-0.351
O	-14.249	-4.443	-2.884	-0.108	0.22	0.042
O	-27.59	7.937	25.41	-0.037	0.721	0.009
O	14.795	-3.189	25.572	-0.568	-0.194	0.49
O	-30.107	-7.974	-3.596	-0.456	-0.347	-0.508
O	25.592	-6.527	-5.663	0.181	-0.256	-0.191
O	25.97	-7.539	-3.3	-0.183	0.077	-0.236
O	-19.221	7.125	-5.871	-0.381	-0.072	0.12
O	4.253	5.699	24.923	0.232	-0.489	-0.045
O	10.617	-0.765	24.21	-0.4	-0.201	-0.538
O	-8.199	-2.595	-0.307	0.093	0.097	-0.203
O	11.922	6.155	23.797	-0.04	0.029	-0.024
O	-11.461	7.79	-4.77	0.519	-0.075	0.234
O	23.812	1.035	-3.164	-0.219	-0.304	0.476
O	30.422	4.137	-5.536	0.352	-0.509	-0.402
O	6.344	0.934	23.778	-0.201	-0.093	-0.404
O	18.086	7.068	-2.979	-0.114	-0.2	0.416
O	-13.596	6.825	-3.724	-0.553	0.002	0.527
O	-10.558	-1.837	23.2	-0.258	-0.13	-0.137
O	27.942	5.153	-6.028	-0.319	0.443	0.533
O	-1.483	-1.952	-5.876	0.043	0.171	-0.346
O	-17.394	-4.678	-4.361	-0.46	0.134	-0.111
O	29.794	3.849	-3.017	-0.208	0.317	-0.166
O	-2.666	-4.099	-3.049	0.048	0.358	0.343
O	-31.32	1.686	-2.901	0.352	-0.307	-0.144
O	-4.746	-1.11	-1.264	0.103	-0.367	-0.468
O	-28.659	-4.445	-1.526	-0.329	-0.003	-0.477
O	-23.378	-5.653	-3.754	-0.348	0.153	-0.411
O	-29.934	5.388	22.096	-0.034	0.125	0.088
O	-15.796	0.043	-4.534	0.26	0.102	-0.131
O	-9.272	-2.329	25.459	0.41	0.36	0.281
O	-30.705	-1.965	-3.672	0.386	-0.027	0.295
O	15.49	0.953	-4.26	-0.123	-0.249	-0.143
O	17.288	1.134	24.157	0.643	0.07	0.149
O	-2.769	-2.593	-0.363	-0.032	0.005	-0.376
O	-24.473	-3.374	-3.368	-0.014	0.569	0.204
O	-13.482	0.487	-3.574	0.18	0.242	0.287
O	-8.721	4.181	-6.127	-0.118	0.104	0.856
O	-7.473	-4.916	-3.935	0.269	-0.131	-0.152
O	-7.218	-3.897	25.584	0.069	-0.092	0.304
O	8.258	5.785	-5.955	-0.298	0.613	0.043
O	-21.771	-7.707	-3.661	0.058	-0.703	-0.296
O	13.69	-1.934	-3.435	0.142	0.669	0.188
O	-13.462	8.047	-0.357	0.023	0.041	-0.495
O	13.203	-6.84	25.342	0.021	0.112	0.013
O	14.043	-7.807	-3.439	0.04	-0.167	0.132
O	-24.35	-8.079	-3.481	-0.326	-0.152	-0.524
O	26.997	-2.775	25.126	-0.07	0.472	0.431
O	23.103	-4.047	-2.898	-0.075	-0.218	0.363
O	-31.246	-2.001	-6.221	-0.286	0.253	0.29
O	26.974	1.965	24.625	0.288	0.01	0.558
O	-13.46	4.769	-5.316	0.037	0.317	-0.452
O	32.506	2.646	25.055	-0.002	0.09	0.424
O	30.268	8.061	-3.03	0.353	0.436	-0.142
O	18.48	3.841	26.001	0.046	-0.083	-0.28
O	-16.862	-2.208	-3.503	0.213	0.249	0.113
O	-31.099	4.675	25.065	-0.164	0.598	-0.063
O	9.231	-7.175	-5.695	0.276	-0.271	-0.371
O	2.695	5.012	-6.234	-0.091	0.086	-0.292
O	-22.776	6.786	-6.993	-0.343	-0.027	-0.251
O	-3.714	3.453	-1.173	-0.12	0.067	-0.352
O	-25.791	4.277	-1.452	0.309	-0.21	-0.547
O	3.484	-3.976	23.123	-0.231	-0.009	-0.099
O	-20.987	-3.525	-5.644	0.663	0.244	-0.144
O	23.525	4.862	-3.947	0.13	-0.357	-0.502
O	12.112	6.964	-2.494	0.252	-0.367	-0.087
O	-24.374	0.769	25.746	0.195	0.096	-0.334
O	13.91	2.548	-5.892	-0.019	-0.478	-0.423
O	-10.522	4.23	25.598	-0.173	0.187	-0.768
O	4.338	-1.277	-1.829	0.325	-0.218	-0.079
O	5.842	-5.982	-3.573	-0.39	0.263	0.023
O	-4.861	8.009	-2.966	0.268	-0.376	-0.089
O	-18.762	2.717	-3.472	0.175	0.057	-0.702
O	0.566	6.109	-5.294	0.051	0.289	0.045
O	11.831	4.044	-6.17	-0.189	0.418	-0.371
O	-19.164	-0.807	25.393	0.417	-0.24	0.065
O	-23.31	-6.493	24.756	0.383	0.508	-0.492
O	-4.19	-5.929	-3.988	-0.119	-0.049	-0.215
O	22.73	7.264	-3.228	0.71	-0.222	0.067
O	10.697	1.257	25.789	0.224	0.555	-0.382
O	-26.991	5.39	-3.465	-0.054	-0.419	-0.211
O	-31.574	0.328	24.838	0.666	0.432	0.043
O	18.125	-7.812	-5.038	0.215	0.033	-0.463
O	-12.414	-3.898	23.216	0.09	0.341	-0.035
O	-29.949	-5.555	22.077	0.296	0.098	0.214
O	26.698	5.945	24.981	0.135	-0.269	-0.466
O	-23.302	-2.123	-5.958	-0.397	-0.164	0.354
O	-5.321	-5.517	24.842	-0.494	-0.405	0.23
O	-29.137	-6.44	-5.392	0.267	-0.016	-0.154
O	11.021	-3.093	25.279	0.291	0.006	0.829
O	7.869	-7.024	25.426	0.429	0.044	-0.336
O	-28.909	3.128	24.859	-0.454	-0.193	-0.094
O	29.773	6.708	-5.229	-0.328	0.113	0.037
O	8.459	-1.939	-3.257	-0.309	-0.127	-0.337
O	-19.196	-7.835	-3.576	0.027	-0.064	0.273
O	17.96	-6.351	23.117	-0.416	0.274	0.16
O	25.453	0.055	25.581	0.588	-0.074	-0.006

Results
total energy: -406625.259 eV
total energy less fixed offsets of O -438.25, Si -107.07 eV per atom: -12.459 eV
